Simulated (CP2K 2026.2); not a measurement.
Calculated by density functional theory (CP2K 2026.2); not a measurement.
Periodic cell of 1983 atoms, Si1440O543, from a study of silicon, its oxide and their interface. The atomic structure is a simulated model.
Doubt: the forces sum to 3.42 eV/angstrom along one axis rather than to zero, so they err by at least 0.0017 eV/angstrom per atom on average; the grid cutoff is modest.

Settings: functional PBE; method Gaussian and plane waves; basis set DZVP-MOLOPT-SR-GTH; pseudopotentials GTH-PBE; grid cutoff 350 Ry, relative cutoff 50 Ry; k points Gamma only; occupations fixed; spin none; net charge 0.

Cell vectors (angstrom)
a 65.28 0 0
b 0 16.32 0
c 2.6973 -1.8144 33.1036

Atoms and the computed forces on them: element, x, y, z (angstrom), force x, y, z (eV/angstrom)
Si 0.855 15.565 1.3 -0.167 0.204 0.456
Si 4.457 1.238 1.305 -0.268 0.281 0.705
Si 1.196 4.115 1.279 -0.377 0.402 0.15
Si 3.468 6.973 0.831 0.371 -0.189 0.536
Si 1.583 9.515 1.437 -0.036 0.166 0.729
Si 5.089 13.21 0.517 -0.244 -0.116 0.523
Si 6.949 15.574 1.035 0.289 0.075 0.571
Si 9.48 1.66 1.832 -0.013 -0.081 0.501
Si 7.009 5.412 0.181 -0.007 -0.432 0.17
Si 7.416 3.895 1.778 -0.211 0.424 0.352
Si 5.551 7.974 1.004 -0.416 0.025 0.487
Si 8.849 11.494 0.226 -0.046 0.035 0.068
Si 14.261 13.202 32.048 -0.086 -0.017 0.125
Si 12.15 1.04 0.418 -0.047 0.167 0.224
Si 11.891 3.916 1.05 -0.165 -0.151 0.551
Si 16.007 6.536 0.382 -0.089 0.157 0.432
Si 13.95 7.605 33.07 -0.041 -0.078 0.14
Si 14.003 11.039 0.232 -0.015 0.122 0.596
Si 17.25 14.106 1.305 -0.301 -0.212 0.343
Si 21.125 0.692 1.504 0.091 -0.025 0.045
Si 16.676 3.439 0.494 0.114 0.043 0.064
Si 21.545 5.591 0.4 0.07 -0.085 0.135
Si 21.008 6.574 33.063 -0.008 0.144 0.083
Si 19.765 12.436 0.418 0.031 -0.054 -0.025
Si 23.002 15.437 1.454 -0.033 0.056 -0.014
Si 25.384 2.011 1.547 -0.198 0.014 0.656
Si 23.597 3.735 1.688 0.259 -0.162 0.264
Si 25.807 7.215 1.465 -0.01 0.064 -0.087
Si 23.943 8.843 1.172 0.036 -0.098 -0.059
Si 25.784 12.118 1.18 0.056 -0.007 0.669
Si 28.851 15.451 0.783 0.364 0.234 0.467
Si 31.909 0.906 1.634 -0.063 0.285 0.758
Si 28.489 4.045 1.413 0.226 0.156 0.775
Si 31.042 7.297 1.507 -0.013 -0.05 -0.055
Si 29.323 9.008 1.626 0.232 -0.123 0.536
Si 32.169 12.12 1.568 -0.264 -0.193 0.769
Si 34.011 15.013 1.843 0.084 -0.046 0.755
Si 36.23 1.641 1.567 -0.137 0.387 0.51
Si 34.561 3.514 1.537 0.103 0.066 0.006
Si 36.359 7.204 1.559 -0.038 0.049 -0.029
Si 34.468 8.73 1.665 0.278 0.066 0.355
Si 36.943 11.766 1.559 -0.011 0.022 -0.028
Si 39.521 14.743 1.557 -0.158 -0.076 0.645
Si 41.883 1.359 1.397 -0.012 -0.006 0.617
Si 39.502 3.369 1.016 -0.29 -0.242 0.483
Si 42.151 7.014 1.54 0.223 -0.077 0.678
Si 38.895 10.188 1.462 -0.254 0.076 0.428
Si 41.729 12.627 1.169 -0.209 -0.297 0.55
Si 46.179 16.157 0.562 -0.094 -0.048 -0.067
Si 47.384 1.948 0.764 0.065 -0.479 0.576
Si 45.27 4.366 1.057 0.153 0.45 0.412
Si 47.174 7.397 1.526 -0.006 0.006 -0.056
Si 45.454 9.151 1.369 0.119 -0.162 0.516
Si 47.835 12.256 1.366 -0.406 0.415 0.109
Si 50.801 14.546 1.467 0.071 -0.008 -0.101
Si 52.446 2.043 1.501 -0.067 0.038 0.573
Si 50.691 3.677 1.466 0.052 -0.105 0.538
Si 53.619 6.405 1.345 -0.004 -0.041 -0.002
Si 49.966 9.991 1.488 0.035 -0.014 0.611
Si 52.585 12.911 1.355 0.066 0.027 -0.044
Si 56.395 14.52 1.603 0.075 -0.06 0.068
Si 58.533 1.716 1.289 -0.013 -0.183 0.642
Si 55.181 4.629 1.762 -0.016 0.05 -0.017
Si 57.75 7.378 1.507 -0.006 0.045 0.029
Si 56.15 9.205 1.538 -0.048 0.03 0.02
Si 58.211 12.878 1.435 -0.268 0.029 0.359
Si 61.565 14.539 1.607 0.232 -0.025 0.546
Si 64.324 0.996 1.298 -0.055 0.049 -0.052
Si 61.204 4.381 1.427 -0.295 0.254 0.417
Si 63.741 7.09 1.413 0.262 -0.144 0.582
Si 61.472 9.298 1.306 -0.323 0.181 0.642
Si 63.36 12.904 1.489 -0.199 0.071 0.618
Si 2.673 0.152 2.551 0.034 -0.01 0.023
Si 5.501 2.862 2.691 0.012 -0.012 0.033
Si 2.621 5.533 2.547 0.016 0.04 -0.032
Si 5.896 8.71 3.125 0.016 0.045 -0.008
Si 2.824 11.089 2.886 0.029 0.01 -0.099
Si 4.581 12.846 2.741 -0.099 -0.013 0.114
Si 8.038 0.147 2.881 -0.059 0.07 -0.039
Si 10.942 2.971 3.024 0.034 0.115 -0.112
Si 8.399 5.602 3.075 -0.29 -0.426 0.256
Si 10.499 7.829 2.658 0.078 0.103 0.606
Si 7.571 10.405 2.863 -0.074 -0.085 0.597
Si 10.658 13.554 1.563 -0.078 -0.062 -0.083
Si 13.878 0.465 2.944 0.154 0.068 0.423
Si 15.686 2.066 2.924 -0.04 -0.072 0.632
Si 13.729 5.619 2.822 0.173 0.109 0.373
Si 15.46 7.351 2.551 -0.028 -0.138 -0.004
Si 14.309 11.299 2.567 0.043 0.163 -0.067
Si 15.871 13.152 2.888 -0.052 -0.036 -0.006
Si 19.196 -0.119 2.745 0.457 0.333 0.385
Si 22.051 2.415 2.852 -0.01 -0.007 -0.068
Si 19.017 4.808 1.748 0.023 0.047 -0.058
Si 22.268 7.825 2.542 0.169 0.434 0.215
Si 19.221 10.115 2.161 0.45 -0.166 0.381
Si 21.856 13.673 2.478 0.331 0.109 0.476
Si 24.652 0.074 2.783 0.023 0.075 -0.124
Si 27.256 2.686 2.831 -0.047 -0.052 -0.065
Si 24.799 5.435 2.789 0.02 -0.012 0.008
Si 27.459 8.159 2.851 0.014 -0.009 0.037
Si 24.575 10.672 2.551 -0.015 0.064 -0.031
Si 27.208 13.402 2.577 -0.159 -0.405 0.407
Si 30.08 -0.067 2.667 -0.037 -0.027 -0.036
Si 32.893 2.608 2.91 -0.023 -0.05 -0.067
Si 30.009 5.443 2.62 0.042 -0.067 -0.028
Si 32.728 7.982 3.037 -0.035 -0.024 0.043
Si 30.434 10.769 2.724 0.022 0.071 -0.102
Si 32.82 13.577 3.191 0.01 -0.002 0.011
Si 35.424 0.031 3.043 0.021 0.017 -0.072
Si 38.073 2.582 2.712 -0.041 -0.029 -0.036
Si 35.494 5.33 2.758 -0.008 -0.03 -0.016
Si 38.043 8.314 2.789 0.056 0.019 -0.044
Si 35.404 10.616 2.9 -0.035 -0.06 -0.042
Si 37.994 13.486 2.82 0.071 0.004 -0.042
Si 40.795 -0.121 2.856 -0.006 0.068 -0.031
Si 43.25 2.721 2.726 -0.168 -0.379 0.389
Si 40.837 5.563 2.802 0.167 0.209 0.389
Si 43.703 8.257 2.726 0.02 0.01 -0.016
Si 40.741 11.084 2.713 0.084 0.023 -0.041
Si 43.832 13.998 2.969 0.227 0.227 0.41
Si 45.582 15.749 2.806 -0.036 0.013 -0.015
Si 48.837 2.687 2.609 0.014 -0.005 -0.039
Si 46.25 5.634 2.749 0.032 -0.062 -0.013
Si 48.872 8.382 2.799 0.012 -0.033 -0.017
Si 46.285 10.979 2.649 0.017 -0.032 0.031
Si 49.046 13.639 2.818 -0.007 0.061 -0.072
Si 51.665 0.099 2.622 0.008 0.035 0.05
Si 54.198 2.851 2.875 -0.056 -0.061 0
Si 51.718 5.507 2.586 -0.014 0.046 -0.042
Si 54.418 8.173 2.76 0.018 -0.012 -0.019
Si 51.645 11.125 2.665 0.053 -0.016 -0.071
Si 54.423 13.714 2.691 -0.052 0.017 0.051
Si 57.284 0.117 2.639 0.001 0.067 -0.025
Si 59.753 3.042 2.745 0.035 -0.004 -0.046
Si 56.915 5.685 2.923 0.008 -0.021 0.026
Si 59.727 8.267 2.594 -0.019 -0.036 -0.046
Si 57.173 11.031 2.625 0.003 0.036 0.021
Si 59.826 13.702 2.931 -0.018 0.045 0.03
Si 62.57 0.09 2.632 -0.022 0.024 -0.048
Si 65.217 2.725 2.697 -0.029 -0.021 -0.049
Si 62.512 5.685 2.82 0.044 0.019 0.013
Si 65.272 8.332 2.705 -0.027 0.002 0.034
Si 62.476 11.006 2.627 0.031 0.03 0.008
Si 65.183 13.82 2.66 0.048 -0.048 -0.054
Si 1.392 1.476 4.049 -0.027 -0.02 0.011
Si 4.045 4.223 3.942 0.006 -0.015 0.012
Si 1.304 6.864 4.003 -0.002 -0.005 0.011
Si 4.038 9.61 4.245 0.026 0.004 -0.003
Si 1.218 12.354 4.048 0.018 0.015 -0.012
Si 3.869 14.877 3.891 0.072 0.012 -0.091
Si 6.641 1.449 4.167 -0.027 0.032 0.059
Si 9.575 4.181 4.433 0.007 0.046 0.058
Si 6.834 6.886 4.247 -0.03 -0.038 0.018
Si 9.41 9.45 4.005 0.009 0.017 -0.072
Si 6.539 12.179 4.002 -0.03 0.041 -0.094
Si 9.403 15.076 4.048 -0.285 0.087 0.422
Si 12.219 1.447 4.26 0.08 -0.021 0.014
Si 14.863 3.954 4.091 0.016 -0.001 0.022
Si 12.118 6.778 4.063 0.042 0.052 -0.038
Si 14.956 9.372 3.766 -0.027 -0.008 -0.008
Si 12.368 12.052 3.712 0.317 -0.11 0.341
Si 14.85 14.919 4.031 0.02 0.063 0.096
Si 17.699 1.261 3.987 -0.006 0.036 -0.017
Si 20.666 3.706 4.179 0.328 -0.384 0.467
Si 17.456 6.654 3.657 -0.257 0.167 0.357
Si 20.647 9.155 3.725 -0.014 0.006 -0.061
Si 17.544 12.074 4.114 -0.236 0.348 0.375
Si 20.471 14.769 4.085 -0.039 -0.028 -0.137
Si 23.327 1.189 4.31 -0.006 -0.072 0.038
Si 26.031 4.061 4.231 0.003 0.023 0.026
Si 23.385 6.643 4.181 0.071 -0.025 -0.049
Si 26.019 9.538 4.076 0.015 0.027 -0.018
Si 23.113 12.081 3.787 -0.02 0.04 0.062
Si 25.948 14.825 3.998 -0.044 -0.011 0.062
Si 28.654 1.233 4.043 0.001 0.015 0.009
Si 31.361 4.017 4.029 -0.055 0.03 0.01
Si 28.706 6.682 4.173 0.001 -0.013 -0.006
Si 31.512 9.469 4.334 -0.019 0.026 -0.01
Si 28.794 12.148 3.915 0.027 0.039 -0.035
Si 31.261 14.909 4.245 -0.017 0.015 -0.034
Si 34.073 1.308 4.418 0.004 0.031 0.055
Si 36.888 4.062 4.15 0.005 -0.01 0.007
Si 34.081 6.541 4.248 0.014 -0.042 0.002
Si 36.758 9.441 4.362 -0.021 -0.052 0.019
Si 34.177 12.081 4.321 0.021 -0.017 0.01
Si 36.793 14.905 4.245 0.012 -0.014 0.029
Si 39.418 1.273 4.152 -0.003 0.019 0.03
Si 42.064 4.102 4.196 0.015 0.038 -0.026
Si 39.414 6.878 4.103 -0.021 -0.011 -0.008
Si 42.172 9.609 3.98 -0.031 -0.003 -0.003
Si 39.436 12.278 4.244 0.005 0.038 0.007
Si 42.189 15.008 4.29 0.043 -0.022 0.024
Si 44.755 1.353 4.003 0.02 -0.025 -0.027
Si 47.595 4.148 4.002 0.006 -0.018 0.001
Si 44.838 6.825 4.185 -0.027 -0.014 -0.02
Si 47.542 9.67 4.196 -0.067 -0.006 0.023
Si 44.904 12.252 4.101 0.029 0.016 0.014
Si 47.486 14.943 4.045 -0.029 0.073 -0.029
Si 50.165 1.321 4.021 0.062 -0.001 -0.004
Si 52.873 4.204 4.22 -0.003 -0.008 -0.011
Si 50.309 6.893 3.951 0.005 -0.033 -0.027
Si 52.987 9.629 3.954 -0.009 0.015 0.039
Si 50.338 12.316 4.224 0.02 -0.025 -0.018
Si 53.092 15.135 4.046 -0.018 0 -0.057
Si 55.754 1.437 3.978 0.063 -0.023 0
Si 58.361 4.282 4.13 0.015 0.032 0.032
Si 55.631 6.958 4.345 -0.028 0.017 -0.04
Si 58.497 9.684 4.052 -0.016 0.001 -0.034
Si 55.703 12.274 4.041 0.053 -0.004 -0.038
Si 58.51 15.157 4.188 -0.05 0.011 -0.02
Si 61.165 1.523 3.956 -0.027 0.009 -0.001
Si 63.848 4.147 4.022 0.039 0.041 0.027
Si 61.051 6.966 4.095 -0.034 0.01 0.025
Si 63.841 9.658 4.025 -0.018 -0.011 0.01
Si 61.135 12.225 4.157 0.01 -0.014 -0.037
Si 63.861 15.097 4.122 -0.057 -0.004 0.014
Si 65.267 0.129 5.428 0.001 0.03 -0.033
Si 2.733 2.84 5.376 0.02 0.012 0.015
Si 65.236 5.499 5.371 -0.027 0.014 -0.007
Si 2.653 8.166 5.431 0.011 -0.012 0.006
Si 65.18 10.978 5.416 0.02 0.033 0.012
Si 2.558 13.697 5.437 0.02 -0.034 0.025
Si 5.294 -0.074 5.328 0.001 -0.058 -0.04
Si 8.083 2.736 5.527 -0.036 0.005 -0.041
Si 5.373 5.502 5.423 -0.001 -0.03 0.006
Si 8.201 8.192 5.589 -0.05 0.047 -0.016
Si 5.362 10.952 5.61 0.016 -0.062 -0.045
Si 8.056 13.556 5.266 -0.014 0.016 -0.06
Si 10.812 0.001 5.458 -0.005 0.013 -0.037
Si 13.58 2.734 5.609 0.012 -0.011 -0.002
Si 10.953 5.518 5.666 0.022 -0.062 0.026
Si 13.544 8.185 5.286 0.029 -0.02 0.003
Si 10.908 10.836 5.2 -0.013 -0.009 -0.021
Si 13.421 13.563 5.278 -0.006 -0.057 -0.03
Si 16.371 -0.147 5.37 -0.044 0.023 -0.057
Si 19.06 2.548 5.441 0.048 0.018 -0.053
Si 16.391 5.274 5.282 0.014 0.014 -0.016
Si 19.044 7.925 5.051 -0.025 0.038 -0.005
Si 16.273 10.602 5.368 0.082 -0.028 0
Si 19.043 13.417 5.366 -0.01 -0.031 0.013
Si 21.823 -0.179 5.475 -0.01 0.013 -0.022
Si 24.623 2.675 5.546 0.004 0.051 0.011
Si 21.915 5.274 5.433 -0.042 -0.009 -0.039
Si 24.675 8.12 5.442 0.002 0.004 -0.012
Si 21.786 10.7 5.182 0.019 -0.027 -0.026
Si 24.491 13.452 5.265 -0.025 -0.003 -0.041
Si 27.294 -0.141 5.41 0.006 -0.013 -0.033
Si 29.999 2.635 5.412 0.015 0.005 0.015
Si 27.363 5.384 5.587 0.004 0.001 0.013
Si 30.041 8.082 5.531 -0.001 -0.041 -0.019
Si 27.384 10.878 5.395 0.035 0.013 0.006
Si 29.95 13.481 5.509 -0.001 -0.05 0.003
Si 32.657 -0.083 5.63 -0.031 -0.001 -0.027
Si 35.506 2.719 5.597 0.025 0.004 -0.038
Si 32.674 5.267 5.573 -0.002 -0.041 -0.007
Si 35.395 8.005 5.602 0.01 0.016 0.001
Si 32.795 10.814 5.704 -0.003 0.019 0.011
Si 35.478 13.524 5.623 -0.01 -0.011 -0.013
Si 38.145 -0.064 5.596 0.014 0.044 0.008
Si 40.747 2.691 5.53 -0.023 -0.006 -0.032
Si 38.157 5.463 5.538 -0.033 0.023 -0.017
Si 40.851 8.209 5.421 0.025 0.019 -0.005
Si 38.133 10.865 5.619 0 0.064 -0.017
Si 40.819 13.611 5.59 -0.011 -0.009 0.006
Si 43.502 0.105 5.586 0.026 -0.002 -0.021
Si 46.2 2.739 5.336 -0.009 -0.002 -0.002
Si 43.479 5.449 5.521 -0.001 -0.001 -0.011
Si 46.203 8.22 5.506 0.038 0.014 -0.014
Si 43.5 10.91 5.441 -0.023 -0.001 -0.003
Si 46.257 13.571 5.511 0.017 -0.01 -0.007
Si 48.831 0.009 5.426 0.005 0.005 0.017
Si 51.51 2.742 5.433 -0.04 0.006 0.012
Si 48.96 5.51 5.37 -0.003 -0.012 -0.004
Si 51.64 8.253 5.362 0.008 0.009 0.031
Si 48.948 10.963 5.555 -0.015 -0.024 -0.011
Si 51.715 13.75 5.448 0.008 0.003 -0.038
Si 54.414 0.129 5.438 0.035 0.027 0.009
Si 57.043 2.823 5.411 -0.032 -0.007 0.007
Si 54.277 5.519 5.579 -0.019 0.004 0.015
Si 57.109 8.344 5.486 0.037 0.009 -0.02
Si 54.352 10.931 5.413 0.007 -0.054 -0.011
Si 57.065 13.703 5.399 0.003 0.029 -0.063
Si 59.879 0.189 5.463 0.043 0.032 0
Si 62.501 2.819 5.4 -0.021 -0.02 0.021
Si 59.763 5.579 5.483 -0.005 -0.001 -0.013
Si 62.475 8.302 5.407 -0.006 0.012 -0.026
Si 59.793 10.936 5.536 0.026 0 0.048
Si 62.513 13.674 5.433 0.014 0.001 0.026
Si 66.614 15.019 17.681 0.005 -0.007 0.007
Si 4.069 1.419 17.621 0.017 0.014 -0.015
Si 66.616 4.154 17.679 -0.015 -0.013 0.005
Si 4.085 6.891 17.633 0.021 0.015 0.013
Si 66.61 9.606 17.668 -0.02 -0.006 0.007
Si 4.089 12.328 17.618 0.024 -0.008 -0.002
Si 6.822 15.046 17.613 0.002 0.016 -0.003
Si 9.501 1.409 17.57 0.035 0.002 -0.01
Si 6.799 4.142 17.584 0.018 -0.024 0.003
Si 9.536 6.833 17.572 0.02 -0.015 0.007
Si 6.803 9.546 17.601 0.003 -0.024 0.013
Si 9.578 12.281 17.565 0.023 0.017 0.003
Si 12.226 14.929 17.52 -0.005 -0.02 -0.017
Si 14.986 1.347 17.556 0.007 0.023 -0.002
Si 12.219 4.053 17.547 -0.011 -0.017 -0.019
Si 14.915 6.756 17.512 -0.008 0.007 -0.002
Si 12.219 9.511 17.562 -0.026 0.018 -0.013
Si 14.939 12.221 17.538 0.005 0 -0.019
Si 17.681 14.916 17.567 -0.004 0.001 0.003
Si 20.369 1.284 17.57 -0.005 -0.016 -0.015
Si 17.647 3.972 17.538 -0.005 -0.023 0.003
Si 20.361 6.741 17.517 0.013 0.034 -0.001
Si 17.646 9.481 17.518 -0.003 0.022 0.002
Si 20.403 12.169 17.593 0.003 0.015 -0.002
Si 23.077 14.837 17.607 0.001 0.023 -0.029
Si 25.744 1.187 17.515 -0.029 0.001 -0.019
Si 23.105 4.026 17.567 -0.004 0.013 0.011
Si 25.779 6.714 17.722 -0.014 -0.017 0.006
Si 23.078 9.425 17.644 0.001 -0.009 0.013
Si 25.841 12.108 17.665 0.007 -0.008 -0.008
Si 28.553 14.825 17.693 -0.017 0.008 0.011
Si 31.251 1.266 17.673 -0.008 0.001 -0.024
Si 28.509 4.011 17.644 0.033 -0.022 0.001
Si 31.284 6.759 17.595 -0.011 0.017 -0.033
Si 28.518 9.443 17.76 -0.003 -0.001 0.026
Si 31.306 12.1 17.83 -0.012 0.006 -0.004
Si 34.027 14.876 17.806 0.005 0.023 0.013
Si 36.712 1.273 17.867 -0.019 0.015 -0.009
Si 34.015 3.994 17.777 -0.005 0.013 0.009
Si 36.722 6.723 17.876 0.01 -0.026 0.005
Si 34.005 9.467 17.827 0.007 -0.022 0.009
Si 36.78 12.197 17.81 0.003 0.007 -0.008
Si 39.467 14.928 17.88 0.001 0.023 0.006
Si 42.138 1.323 17.869 -0.032 0.01 0.006
Si 39.474 4.042 17.871 -0.017 -0.02 -0.01
Si 42.203 6.796 17.843 -0.005 -0.014 0.009
Si 39.509 9.485 17.869 0.021 0.017 0.011
Si 42.256 12.189 17.907 -0.017 -0.004 -0.005
Si 44.929 14.928 17.869 -0.004 -0.012 0.008
Si 47.587 1.402 17.796 -0.024 -0.008 0.002
Si 44.903 4.069 17.758 -0.008 -0.002 -0.022
Si 47.607 6.826 17.812 -0.007 -0.004 0.004
Si 44.923 9.518 17.881 -0.001 0.005 0.005
Si 47.624 12.263 17.807 0.01 -0.003 0.005
Si 50.367 15.014 17.716 0.021 0.022 0.022
Si 53.077 1.423 17.735 0.017 0.001 -0.033
Si 50.331 4.152 17.77 -0.021 0.019 -0.021
Si 52.992 6.782 17.788 -0.019 -0.019 0.052
Si 50.38 9.623 17.713 0.026 0.037 0
Si 53.032 12.298 17.666 -0.011 -0.028 -0.002
Si 55.778 15.059 17.64 -0.012 -0.016 -0.021
Si 58.553 1.445 17.59 0.059 -0.018 -0.001
Si 55.77 4.107 17.73 0.045 -0.046 0.009
Si 58.464 6.882 17.672 0.019 0.009 0.003
Si 55.764 9.588 17.676 0.009 0.001 0.002
Si 58.462 12.307 17.673 -0.011 0.01 0.01
Si 61.26 15.007 17.661 0.02 0.013 0.015
Si 63.991 1.434 17.683 -0.015 0.016 0.001
Si 61.26 4.214 17.616 0.031 0.016 -0.008
Si 63.914 6.937 17.706 -0.003 -0.024 0.006
Si 61.152 9.572 17.705 -0.029 0.003 0.01
Si 63.91 12.289 17.66 0.009 -0.003 -0.028
Si 2.687 0.103 19.005 0.01 0.015 0.007
Si 5.462 2.774 18.941 -0.035 -0.014 0.015
Si 2.675 5.583 18.973 -0.023 0.027 0.01
Si 5.46 8.217 19.028 0.023 0.011 -0.011
Si 2.779 10.92 18.964 -0.013 -0.006 0.003
Si 5.415 13.747 18.954 -0.026 0.021 0.043
Si 8.205 0.068 18.986 0.011 0.014 0.014
Si 10.822 2.774 18.941 0.008 0.029 -0.003
Si 8.15 5.521 18.931 -0.018 0.01 -0.007
Si 10.947 8.109 18.962 0.004 0.005 0.052
Si 8.241 10.894 18.869 0.018 0.021 0.017
Si 10.918 13.625 18.982 -0.039 -0.027 -0.009
Si 13.591 -0.036 18.816 -0.022 -0.007 0.002
Si 16.316 2.675 19.001 -0.005 0 0.002
Si 13.61 5.361 18.889 0.009 0.008 -0.004
Si 16.201 8.19 18.829 -0.01 -0.024 -0.005
Si 13.495 10.961 18.898 -0.004 0.02 0.005
Si 16.328 13.535 18.893 0.01 0.018 -0.003
Si 19.01 -0.041 18.963 -0.003 -0.029 0.009
Si 21.748 2.662 18.874 -0.008 -0.012 -0.049
Si 19.011 5.358 18.819 0.018 -0.023 0.013
Si 21.654 8.071 18.954 0.001 0.027 -0.002
Si 19.054 10.765 18.892 0.038 -0.013 -0.025
Si 21.696 13.551 19.011 -0.025 -0.017 -0.004
Si 24.483 -0.192 18.956 -0.015 -0.012 0.029
Si 27.022 2.593 18.818 0.005 0.004 -0.001
Si 24.356 5.361 19.058 0.026 0.032 0.014
Si 27.11 8.099 19.108 -0.031 -0.003 0.028
Si 24.417 10.803 19.014 -0.001 -0.03 0.009
Si 27.267 13.386 19.049 0.026 -0.046 0.005
Si 29.874 -0.069 19.016 0.029 0.019 0.024
Si 32.589 2.612 19.043 -0.008 -0.044 -0.023
Si 29.923 5.435 18.913 0 0.006 0.063
Si 32.559 8.059 19.064 -0.014 0.037 -0.002
Si 29.925 10.713 19.194 0.002 -0.012 -0.021
Si 32.695 13.49 19.159 -0.008 -0.038 0.028
Si 35.309 -0.069 19.246 -0.003 -0.022 0.043
Si 38.103 2.636 19.197 0.028 0.036 -0.019
Si 35.369 5.29 19.222 -0.007 -0.006 0.028
Si 38.068 8.16 19.192 -0.008 -0.005 -0.02
Si 35.425 10.841 19.156 0.004 0.004 -0.028
Si 38.098 13.555 19.218 -0.028 -0.02 0.017
Si 40.789 -0.036 19.299 -0.038 0.003 0.01
Si 43.551 2.717 19.117 0.016 0.009 0.006
Si 40.832 5.453 19.205 0.033 -0.01 -0.003
Si 43.58 8.111 19.248 0.021 0.005 -0.028
Si 40.943 10.768 19.27 0.019 -0.009 0.004
Si 43.638 13.531 19.297 0.027 -0.016 0.006
Si 46.305 -0.014 19.2 0.01 0.014 0.01
Si 48.86 2.899 19.095 0.012 0.066 0.013
Si 46.202 5.433 19.154 -0.027 0.015 -0.019
Si 49.056 8.24 19.033 -0.045 -0.024 0.002
Si 46.281 10.917 19.227 -0.034 -0.02 0
Si 49.005 13.682 19.083 -0.009 0.002 -0.02
Si 51.728 0.051 19.079 0.012 -0.017 0.068
Si 54.49 2.694 19.142 -0.07 -0.011 0.041
Si 51.695 5.369 19.263 0.025 -0.034 0.029
Si 54.4 8.207 19.004 0.011 0.007 -0.022
Si 51.729 10.976 19.122 -0.042 -0.011 0.053
Si 54.379 13.707 18.945 0.063 0.045 0.005
Si 57.193 0.105 18.935 -0.007 0.047 -0.003
Si 59.97 2.785 18.905 -0.047 -0.048 0.015
Si 57.12 5.522 19.031 0.019 0.03 0.04
Si 59.802 8.197 19.097 0.026 -0.005 0.002
Si 57.121 10.937 19.058 0.049 0.015 -0.01
Si 59.842 13.677 18.993 -0.021 -0.002 -0.025
Si 62.718 -0.024 19.009 0.027 -0.03 0.029
Si 65.292 2.814 19.116 0.027 0.021 -0.014
Si 62.563 5.568 19.054 -0.061 0.003 -0.002
Si 65.22 8.335 19.105 -0.002 0.007 0.031
Si 62.497 10.976 19.02 0.006 -0.024 -0.013
Si 65.295 13.59 19.04 -0.027 -0.006 0.01
Si 66.656 1.415 20.473 -0.014 -0.023 0.009
Si 4.079 4.189 20.207 0.028 0.001 -0.009
Si 66.621 6.957 20.4 -0.003 -0.026 -0.016
Si 4.073 9.569 20.381 -0.012 -0.008 -0.007
Si 66.756 12.264 20.337 -0.001 0.038 -0.005
Si 4.077 15.15 20.383 0.033 -0.013 -0.044
Si 6.848 1.449 20.333 0.015 0.022 0.024
Si 9.476 4.199 20.321 0.028 -0.043 0.017
Si 6.869 6.879 20.372 0.016 0.008 0.005
Si 9.626 9.561 20.259 -0.043 0.012 0.006
Si 6.849 12.303 20.103 0.042 0.004 -0.06
Si 9.607 15.028 20.336 -0.003 -0.002 -0.031
Si 12.219 1.318 20.135 -0.001 -0.029 -0.014
Si 14.919 4.052 20.342 0 0.029 -0.006
Si 12.299 6.652 20.311 -0.048 0.027 0.017
Si 14.799 9.563 20.18 -0.003 0.012 0.04
Si 12.259 12.312 20.431 0.003 -0.026 0.031
Si 14.931 14.926 20.166 -0.009 -0.05 0.054
Si 17.685 1.309 20.371 0.01 0.031 -0.022
Si 20.405 4.051 20.21 0.081 0.009 0.013
Si 17.571 6.746 20.025 0.019 0.023 -0.009
Si 20.325 9.411 20.353 -0.011 0.035 -0.033
Si 17.736 12.152 20.195 -0.019 0.028 0.024
Si 20.344 14.953 20.376 0.032 -0.023 -0.009
Si 23.093 1.253 20.18 -0.018 0.036 0.019
Si 25.727 3.891 20.287 -0.009 -0.03 0.019
Si 22.905 6.721 20.39 -0.025 -0.007 -0.02
Si 25.708 9.481 20.468 0.011 -0.013 0.008
Si 23.036 12.158 20.354 -0.006 0.007 -0.024
Si 25.818 14.664 20.327 -0.039 -0.002 0.032
Si 28.312 1.244 20.198 0.014 -0.044 0.043
Si 31.171 3.986 20.269 -0.046 0.001 -0.015
Si 28.571 6.721 20.347 0.043 -0.014 -0.005
Si 31.204 9.253 20.579 -0.077 -0.039 0.02
Si 28.655 12.135 20.571 0.006 0.037 0.059
Si 31.304 14.945 20.359 0.046 0.008 0.005
Si 33.88 1.348 20.548 -0.024 0.027 0.015
Si 36.766 3.912 20.625 -0.027 -0.015 0.035
Si 33.858 6.668 20.398 0.014 0 -0.019
Si 36.694 9.482 20.597 -0.001 0.017 0.003
Si 34.119 12.169 20.561 0.001 0.062 0.021
Si 36.698 14.888 20.618 0.006 0.012 -0.015
Si 39.382 1.333 20.685 -0.025 -0.031 0.012
Si 42.265 4.1 20.503 -0.008 0.025 0.005
Si 39.432 6.829 20.53 -0.007 0.011 0.058
Si 42.321 9.406 20.732 -0.038 -0.01 -0.006
Si 39.509 12.146 20.494 0.004 0.023 -0.049
Si 42.221 14.897 20.579 -0.024 -0.01 -0.016
Si 44.886 1.354 20.477 0.006 -0.007 -0.006
Si 47.551 4.212 20.618 0.045 -0.035 0.016
Si 44.912 6.742 20.629 -0.008 -0.014 -0.001
Si 47.744 9.566 20.452 -0.002 -0.012 0.001
Si 45.002 12.194 20.775 0.012 0.025 -0.001
Si 47.68 14.925 20.57 0.006 -0.01 0.015
Si 50.174 1.42 20.245 0.041 -0.024 -0.016
Si 53.117 3.901 20.621 -0.054 -0.002 0.025
Si 50.312 6.89 20.477 0.011 -0.024 0.04
Si 53.124 9.556 20.419 0.023 0.015 -0.019
Si 50.438 12.478 20.457 0.028 -0.005 0.003
Si 53.222 15.084 20.457 -0.046 0.033 -0.076
Si 55.957 1.358 20.469 0.027 0.014 -0.065
Si 58.615 4.15 20.222 0.034 -0.003 0.004
Si 55.659 6.82 20.398 -0.029 0.012 0.02
Si 58.369 9.491 20.458 -0.028 0.009 -0.001
Si 55.736 12.383 20.283 -0.02 -0.019 -0.079
Si 58.668 -1.077 20.279 0.279 0.257 -0.494
Si 61.449 1.49 20.218 0.019 0.037 0.031
Si 63.951 4.271 20.43 0.026 -0.024 0.023
Si 61.194 6.865 20.483 0.007 -0.003 -0.027
Si 63.799 9.722 20.49 0.049 -0.001 0.028
Si 61.068 12.247 20.376 0.007 -0.054 -0.003
Si 63.957 14.866 20.483 -0.038 0.004 0.018
Si 65.498 -0.183 21.822 0.035 0.023 0.037
Si 2.789 2.903 21.682 0 -0.002 0.065
Si 65.253 5.657 21.824 0.025 0.048 0.001
Si 2.701 8.267 21.829 -0.03 0.045 -0.001
Si 65.37 11.016 21.75 0.081 -0.374 -0.324
Si 2.85 13.631 21.706 0.004 -0.012 0.042
Si 5.428 0.245 21.763 -0.051 0.009 0.034
Si 8.114 2.893 21.717 -0.067 0.011 -0.048
Si 5.438 5.485 21.609 -0.021 0.018 0.028
Si 8.345 8.213 21.673 -0.098 0.021 0.009
Si 5.57 10.967 21.497 -0.028 -0.033 0.035
Si 8.116 13.669 21.495 -0.021 0.009 0.02
Si 10.992 0.067 21.697 -0.022 -0.024 0.05
Si 13.501 2.613 21.567 0.016 0.007 0.026
Si 10.903 5.39 21.784 0.013 -0.07 -0.016
Si 13.623 8.087 21.601 0.094 0.005 -0.025
Si 10.821 10.975 21.746 -0.199 0.293 -0.404
Si 13.681 13.711 21.754 -0.029 0.05 0.064
Si 16.237 -0.093 21.591 -0.042 0.047 0.014
Si 19.114 2.729 21.614 0.02 -0.058 0.106
Si 16.306 5.531 21.553 -0.035 -0.001 0.037
Si 18.882 7.933 21.499 0.03 -0.021 0.025
Si 16.269 10.842 21.448 0.038 -0.001 -0.008
Si 18.972 13.543 21.665 0.021 0.012 -0.001
Si 21.749 0.043 21.658 -0.017 0.011 0.029
Si 24.41 2.493 21.668 -0.004 0.029 0.07
Si 21.609 5.316 21.829 -0.022 0.004 0.11
Si 24.218 8.102 21.752 -0.262 0.483 -0.119
Si 21.669 10.83 21.704 0.032 -0.045 0.036
Si 24.408 13.392 21.793 0.059 0.022 -0.001
Si 27.088 -0.183 21.608 0.025 0.002 -0.054
Si 29.192 3.126 21.213 0.036 -0.005 -0.072
Si 27.544 4.879 21.349 0.123 -0.106 -0.481
Si 29.864 7.801 22.052 0.069 -0.062 0.033
Si 27.202 10.739 21.826 -0.022 -0.039 0.014
Si 30.008 13.725 21.837 -0.386 0.016 -0.323
Si 32.5 -0.03 21.892 0 -0.028 -0.009
Si 35.343 2.509 21.993 0.057 0.014 0.018
Si 32.556 5.203 21.72 0.006 -0.014 0.034
Si 35.231 7.985 21.754 -0.001 0.038 0.025
Si 32.798 10.589 21.671 -0.031 -0.09 0.015
Si 35.382 13.54 22.095 0.025 -0.044 0.063
Si 37.971 -0.056 22.085 0.01 0.055 -0.01
Si 40.89 2.759 21.83 0.025 -0.053 0.023
Si 38.155 5.396 21.883 -0.02 -0.02 -0.012
Si 40.819 8.066 22.017 0.049 0.004 -0.012
Si 38.164 10.837 21.909 -0.021 -0.026 0.081
Si 40.9 13.447 21.873 0.023 -0.072 0.042
Si 43.59 -0.041 21.887 0.049 0.016 0.016
Si 46.147 2.763 21.879 -0.028 0.001 0.061
Si 43.52 5.393 22.09 -0.026 0.011 0.093
Si 46.7 7.856 21.715 0.205 -0.229 -0.477
Si 43.769 10.682 22.196 0.013 -0.015 0.074
Si 46.456 13.58 22.116 0 -0.012 -0.004
Si 48.983 0.119 21.794 -0.057 -0.051 0.037
Si 51.712 2.244 21.736 0.208 0.271 -0.67
Si 48.455 6.135 21.749 -0.03 0.086 0.007
Si 51.811 8.137 21.789 0.014 -0.071 0.032
Si 49.11 11.03 21.718 0.011 0.004 -0.016
Si 51.814 13.878 21.867 -0.015 0.023 0.027
Si 55.033 -0.373 21.79 -0.048 -0.12 0.083
Si 57.311 2.887 21.663 -0.043 0.033 0.068
Si 54.445 5.42 21.897 -0.031 -0.037 0.059
Si 56.962 8.126 21.829 -0.007 0.003 0.066
Si 54.434 11.078 21.675 -0.089 -0.044 0.021
Si 56.454 13.982 21.834 -0.599 0.113 -0.293
Si 59.952 0.363 21.532 0.006 0.083 -0.01
Si 62.623 2.861 21.716 -0.312 0.248 -0.284
Si 59.871 5.386 21.766 -0.038 0.029 0.021
Si 62.4 8.336 21.874 0.011 0.013 0.005
Si 59.702 10.898 21.776 0.391 -0.404 -0.217
Si 62.252 13.67 21.766 0.096 -0.02 0.062
Si 67.019 14.935 23.293 -0.12 0.031 -0.677
Si 4.652 2.223 22.957 0.207 0.062 -0.552
Si 66.899 4.457 22.995 -0.161 -0.066 -0.725
Si 3.878 6.58 22.968 0.077 0.149 -0.691
Si 66.338 9.41 23.138 0.176 -0.024 -0.598
Si 4.535 12.536 22.861 -0.024 -0.088 -0.7
Si 6.609 14.831 22.823 -0.047 0.178 -0.617
Si 9.846 1.785 22.85 0.173 0.184 -0.453
Si 6.43 3.968 23.085 0.134 -0.043 0.082
Si 10.029 7.214 23.018 0.018 0.003 0.044
Si 7.076 9.817 22.822 0.019 -0.19 -0.809
Si 9.147 12.13 22.897 0.412 0.283 -0.109
Si 12.811 -0.769 23.05 0.026 -0.008 -0.014
Si 14.596 0.997 22.884 -0.231 -0.273 -0.385
Si 11.696 3.401 22.862 -0.324 0.023 -0.668
Si 15.453 7.319 22.875 0.2 0.139 -0.504
Si 11.998 8.618 23.227 -0.11 -0.409 -0.435
Si 15.516 12.618 22.79 -0.03 -0.028 -0.005
Si 17.106 14.421 22.802 -0.092 -0.243 -0.515
Si 20.925 1.91 22.919 0.208 0.078 -0.591
Si 17.976 4.45 22.738 0.346 0.249 -0.395
Si 19.666 6.21 22.976 -0.005 0.002 0.023
Si 17.169 9.037 22.638 -0.037 -0.016 0.016
Si 20.331 12.224 23.049 0.362 0.366 -0.204
Si 23.415 -1.068 22.876 0.232 0.187 -0.425
Si 25.277 0.611 22.872 -0.291 -0.116 -0.559
Si 22.74 3.499 22.973 -0.235 -0.032 -0.588
Si 26.272 6.549 23.45 0.169 -0.014 -0.128
Si 22.71 9.323 23.208 0.287 0.054 -0.71
Si 25.934 12.161 23.223 -0.177 -0.089 -0.649
Si 28.812 -0.951 23.028 -0.122 -0.017 0.044
Si 30.726 0.425 23.484 -0.164 -0.1 -0.668
Si 29.426 3.09 23.439 -0.062 0.032 -0.457
Si 30.908 5.863 23.242 0.059 0.387 -0.778
Si 28.195 9.047 23.214 0.27 0.138 -0.689
Si 31.884 11.82 23.327 0.287 -0.115 -0.501
Si 34.176 -1.064 23.256 0.169 0.209 -0.41
Si 36.009 0.662 23.412 -0.038 -0.051 0.047
Si 34.224 4.245 23.082 -0.053 -0.163 -0.598
Si 36.439 6.514 23.032 0.2 -0.031 -0.648
Si 33.774 9.106 23.215 0.096 -0.119 -0.668
Si 37.211 12.487 23.285 -0.298 -0.041 -0.776
Si 39.411 14.72 23.154 0.406 0.4 -0.117
Si 42.385 1.53 23.143 -0.07 -0.058 -0.727
Si 40.023 4.552 23.046 0.021 0.081 0.02
Si 41.694 6.303 23.344 -0.153 -0.13 -0.548
Si 39.704 9.69 23.306 -0.212 -0.197 -0.723
Si 42.016 11.845 23.291 0.124 0.129 -0.698
Si 45.126 -1.168 23.301 -0.124 -0.191 -0.63
Si 47.278 1.145 23.082 0.158 0.107 -0.705
Si 44.599 3.715 23.405 0.169 0.292 -0.809
Si 48.727 5.839 24.029 -0.004 0.265 -0.549
Si 45.524 9.817 23.758 -0.521 0.067 -0.396
Si 47.837 12.048 23.423 0.47 0.455 -0.071
Si 51.039 -0.402 22.833 -0.317 -0.402 -0.498
Si 57.417 0.708 25.158 -0.497 -0.227 -0.352
Si 50.975 4.012 24.198 0.192 0.088 0.09
Si 52.817 6.508 23.245 0.295 0.177 -0.778
Si 50.796 9.934 22.838 -0.064 -0.111 -0.694
Si 52.971 12.276 23.12 0.208 0.208 -0.566
Si 55.287 0.189 24.103 0.446 0.007 -0.354
Si 59.113 2.056 22.896 0.188 0.322 -0.558
Si 56.316 4.515 23.025 0.145 0.208 -0.578
Si 57.986 6.264 22.89 -0.024 -0.076 -0.049
Si 55.725 9.769 23.089 0.074 -0.188 -0.693
Si 57.605 12.071 23.745 -0.06 0.007 -0.081
Si 61.127 -0.962 22.988 -0.096 -0.271 -0.575
Si 63.887 0.593 23.288 0.429 -0.19 -0.383
Si 60.934 3.685 23.103 -0.023 0.002 0.042
Si 64.046 7.247 23.155 -0.12 -0.137 -0.63
Si 60.753 9.426 23.298 0.332 0.302 -0.175
Si 63.472 12.651 23.44 -0.393 0.122 -0.398
Si 64.691 14.843 25.115 0.014 0.138 -0.202
Si 4.725 -0.377 29.583 -0.037 -0.043 0.059
Si 3.588 3.844 29.772 -0.149 -0.07 -0.018
Si 5.174 8.468 24.979 -0.014 0.021 -0.146
Si 3.049 10.729 25.043 -0.016 0.059 -0.158
Si 10.924 -1.113 29.046 0.059 0.058 0.034
Si 9.508 -1.375 26.581 0.117 -0.048 -0.077
Si 13.866 2.608 27.804 0.039 -0.179 0.039
Si 9.325 9.885 26.468 -0.004 0.011 -0.045
Si 11.728 9.518 28.256 -0.008 0.091 0.075
Si 5.589 6.813 27.319 0.019 -0.116 0.006
Si 12.118 14.659 25.129 0.199 0.324 -0.472
Si 17.905 2.876 27.351 -0.311 -0.177 0.557
Si 16.719 2.407 24.688 -0.081 -0.011 -0.076
Si 16.035 9.458 28.822 0 -0.001 0.025
Si 18.249 10.108 24.365 -0.264 -0.33 -0.38
Si 16.948 14.495 25.915 -0.149 0.034 -0.092
Si 19.748 14.681 26.54 0.011 0.033 -0.093
Si 21.752 13.383 24.631 -0.395 -0.151 -0.603
Si 19.301 1.163 25.346 -0.055 0.166 0.059
Si 22.968 1.977 28.208 -0.029 0.031 0.041
Si 24.267 3.398 25.832 -0.139 -0.039 -0.222
Si 23.117 10.922 25.846 -0.008 -0.069 0.088
Si 23.738 14.179 29.961 -0.007 0.054 0.043
Si 22.957 -0.868 32.481 0.227 -0.058 0.436
Si 26.905 1.999 25.043 -0.022 -0.013 -0.025
Si 20.256 7.812 24.606 -0.342 -0.461 -0.439
Si 29.459 4.455 28.313 -0.053 0.005 -0.033
Si 25.961 10.765 26.093 0.039 0.195 0.061
Si 27.753 13.023 27.434 -0.146 -0.083 -0.084
Si 27.908 13.894 24.639 0.436 0.511 -0.169
Si 28.244 1.666 27.684 0.008 0.019 0.041
Si 32.178 7.43 25.405 0.047 0.037 -0.13
Si 33.858 6.635 30.14 0.114 -0.027 0.121
Si 30.154 9.044 29.619 -0.15 0.052 -0.006
Si 29.499 11.093 24.843 -0.1 -0.006 0.052
Si 32.124 -1.306 25.643 0.272 -0.169 -0.1
Si 45.823 1.481 27.998 -0.009 -0.003 0.076
Si 37.736 8.329 25.348 0.064 0.042 -0.087
Si 42.323 10.394 29.797 0.1 0.088 0.085
Si 39.21 3.915 25.07 0.209 0.167 -0.479
Si 33.822 10.922 25.457 -0.043 0.081 -0.152
Si 40.749 -0.559 24.821 -0.304 -0.271 -0.635
Si 46.217 5.158 25.661 0.045 -0.123 -0.037
Si 44.818 7.231 27.595 -0.084 -0.098 0.051
Si 42.008 7.026 26.525 -0.01 -0.162 -0.281
Si 49.194 5.961 30.119 0.199 0.044 -0.114
Si 43.148 13.833 25.434 0.061 0 -0.124
Si 44.547 5.509 30.294 0.095 -0.077 0.114
Si 52.48 1.731 28.976 0.021 -0.099 -0.001
Si 47.922 11.687 27.987 -0.021 -0.053 0.067
Si 51.931 6.303 28.36 0.396 0.471 0.262
Si 48.367 5.055 27.622 -0.109 0.017 -0.005
Si 49.989 -0.951 25.559 0.031 -0.008 -0.025
Si 51.976 -1.019 27.719 0.14 0.008 -0.044
Si 57.328 -0.624 29.297 0.001 0.065 0.098
Si 49.871 7.247 26.424 -0.007 -0.107 0.056
Si 59.32 11.043 28.954 -0.004 -0.031 -0.086
Si 50.793 9.805 25.665 0.093 -0.007 0.002
Si 54.001 13.97 25.644 0.029 0.005 -0.047
Si 58.799 2.114 28.956 0.131 0.034 0.081
Si 60.987 1.455 27.149 0.03 0.053 0.127
Si 59.094 7.163 24.664 -0.348 -0.153 -0.325
Si 57.691 7.304 27.508 -0.717 0.146 -0.018
Si 55.62 8.367 27.844 0.702 -0.424 -0.104
Si 60.38 8.425 28.474 0.442 -0.148 -0.378
Si 59.786 -1.063 25.885 -0.02 0.125 -0.152
Si 65.337 3.566 25.579 -0.059 0.04 0.103
Si 66.557 8.966 29.36 -0.029 -0.057 0.054
Si 64.867 13.951 28.105 0.068 0.073 -0.016
Si 61.846 10.549 24.997 -0.265 -0.527 -0.256
Si 62.61 13.82 30.153 -0.071 -0.106 0.092
Si 66.45 2.627 28.194 -0.017 0.068 -0.029
Si 8.584 3.444 29.132 0.092 -0.158 0.057
Si 62.064 6.444 25.58 0.17 0.633 0.461
Si 6.257 8.439 29.826 -0.031 -0.019 -0.01
Si 66.618 11.873 28.999 -0.022 -0.055 0.159
Si 3.229 -0.83 25.878 -0.054 0.068 -0.135
Si 7.978 0.396 24.9 0.057 0.038 -0.134
Si 7.756 10.886 28.891 0.135 0.005 0.019
Si 8.888 7.135 25.096 -0.104 -0.223 -0.635
Si 5.066 12.165 32.163 0.173 0.025 0.068
Si 5.75 13.018 29.196 0.035 0.036 0.042
Si 11.38 1.91 29.505 -0.035 0.037 0.099
Si 10.056 12.511 24.984 -0.198 0.055 -0.475
Si 15.797 11.895 24.998 0.118 0.168 -0.712
Si 13.791 7.458 28.491 0.106 0.007 -0.105
Si 16.536 11.434 31.21 0.023 0.011 0.023
Si 14.065 11.123 27.104 -0.048 -0.015 0.026
Si 16.507 2.359 29.143 0.494 0.119 -0.37
Si 20.179 -0.376 31.583 0.02 -0.178 0.071
Si 21.423 -0.594 28.799 0.113 -0.011 -0.009
Si 18.733 8.307 28.559 0.098 -0.005 0.035
Si 22.175 7.145 26.996 -0.004 0.066 -0.019
Si 21.383 9.742 28.111 0.039 -0.053 0.02
Si 19.133 13.109 31.564 0.053 -0.038 -0.071
Si 24.565 0.572 30.443 -0.104 -0.059 -0.002
Si 26.991 2.057 30.216 0.056 -0.035 -0.032
Si 24.838 6.203 26.218 -0.04 0.061 -0.121
Si 29.797 7.197 27.26 0.052 0.005 -0.016
Si 30.697 12.576 27.073 -0.021 0.091 -0.013
Si 26.034 12.409 29.849 0.083 -0.008 -0.029
Si 30.74 8.994 32.677 -0.028 0.028 0.045
Si 38.858 1.222 26.343 0.019 0.104 -0.052
Si 26.88 8.041 27.237 0.017 0.18 -0.08
Si 37.34 5.734 26.505 0.098 0.091 0.082
Si 37.7 1.921 30.788 -0.065 -0.106 0.06
Si 32.585 1.633 30.074 -0.115 0.118 -0.089
Si 33.401 0.78 27.209 -0.027 0.019 -0.078
Si 38.398 4.561 29.182 0.098 -0.011 -0.043
Si 35.933 1.217 25.765 -0.018 -0.002 -0.671
Si 40.36 8.683 28.309 -0.025 0.017 0.075
Si 39.629 0.968 29.155 -0.055 0.011 0.119
Si 33.884 3.319 25.946 0.091 0.005 0.028
Si 40.289 2.415 31.695 0.059 -0.101 0.153
Si 47.603 8.318 31.434 0.055 -0.1 0.012
Si 40.232 5.348 32.596 -0.427 0.016 0.53
Si 40.393 14.429 32.52 -0.098 0.02 0.024
Si 43.885 0.165 29.397 -0.015 0.1 -0.07
Si 45.722 9.966 26.868 -0.027 -0.015 -0.204
Si 48.107 1.186 25.844 0.067 0.031 0.025
Si 52.764 13.453 29.725 0.046 -0.085 0.114
Si 45.082 9.952 31.353 -0.021 0.031 0.07
Si 57.033 4.765 29.317 -0.016 0.086 -0.046
Si 45.957 12.715 30.159 -0.069 0.021 0.057
Si 43.878 12.295 28.071 0.065 0.036 -0.014
Si 50.495 2.956 26.859 0.027 -0.01 -0.14
Si 54.198 3.955 28.094 -0.012 0.188 -0.092
Si 53.304 7.835 29.47 -0.341 -0.377 -0.46
Si 53.698 8.625 25.302 -0.018 0.043 -0.005
Si 52.422 12.562 32.483 -0.204 0.02 0.682
Si 55.492 13.639 28.192 -0.026 -0.172 -0.034
Si 61.653 1.877 30.005 -0.024 0.011 -0.057
Si 2.861 6.476 28.657 -0.026 -0.009 -0.014
Si 55.438 2.74 25.472 0.075 0.031 0.078
Si 60.129 6.977 31.042 -0.015 -0.05 0.038
Si 56.398 10.895 32.346 -0.539 0.013 0.489
Si 59.733 13.911 30.113 -0.118 -0.033 0.065
Si 62.25 3.564 25.206 -0.246 0.119 -0.487
Si 62.236 8.226 27.104 -0.005 -0.432 0.247
Si 63.861 7.656 28.743 -0.448 0.175 -0.375
Si 3.521 12.678 27.318 -0.029 0.065 -0.039
Si 59.498 12.32 26.191 0.015 -0.097 -0.032
Si 67.009 -0.279 28.441 0.062 0.008 -0.101
Si 67.772 3.142 32.687 0.297 -0.06 0.565
Si 5.668 0.781 32.202 0.018 0.104 -0.045
Si 60.448 4.489 32.503 0.549 0.23 0.472
Si 7.097 3.409 31.689 -0.034 0.054 0.056
Si 65.842 0.753 33.027 0.444 -0.585 0.206
Si 5.833 2.354 28.413 0.036 0.053 0.054
Si 12.466 4.271 25.726 0.076 0.002 0.041
Si 13.98 5.547 30.727 -0.071 0.038 0.061
Si 9.619 4.868 26.694 0.092 -0.045 -0.045
Si 7.614 8.645 32.401 0.049 0.028 0.054
Si 4.69 9.12 32.209 0.003 -0.039 -0.188
Si 5.183 1.456 25.692 -0.089 -0.145 -0.02
Si 11.202 13.662 31.531 0.135 -0.072 0.076
Si 16.968 4.58 30.922 0.147 -0.247 -0.094
Si 12.454 3.101 31.927 0.191 -0.142 0.134
Si 13.627 7.169 25.351 0.098 0.09 -0.054
Si 10.385 10.808 30.634 0.083 -0.025 0.039
Si 15.384 0.011 27.851 0.007 0.068 -0.016
Si 13.512 14.114 27.701 0.019 0.158 -0.123
Si 21.866 4.835 29.037 0.022 -0.003 0.072
Si 18.956 5.354 28.667 0.042 -0.03 -0.041
Si 27.588 4.8 30.593 -0.043 0.072 0.004
Si 19.245 8.64 31.599 0.015 0.034 -0.017
Si 21.141 11.002 30.926 -0.065 -0.102 0.059
Si 27.102 12.817 32.812 -0.365 0.194 0.473
Si 29.31 -1.276 32.342 -0.013 0.021 -0.015
Si 23.592 5.843 31.541 -0.03 -0.009 -0.103
Si 29.731 4.372 32.821 -0.195 0.409 0.434
Si 26.183 7.343 31.891 0.016 0.018 0.653
Si 27.174 9.509 29.949 0.041 0.042 0.105
Si 32.766 11.253 32.609 -0.012 0.002 0.055
Si 29.561 0.603 29.969 -0.12 -0.058 0.003
Si 31.705 4.486 30.536 -0.078 -0.056 0.074
Si 33.441 1.01 32.802 -0.05 0.083 0.162
Si 35.943 2.594 32.891 0.37 -0.243 0.454
Si 32.472 10.588 28.025 0.053 0.015 0.007
Si 35.001 12.553 0.364 0.23 -0.276 0.341
Si 40.224 12.383 30.417 0.039 0.006 0.153
Si 34.348 6.024 27.144 -0.087 -0.091 0.031
Si 35.313 5.644 32.804 -0.492 0.094 0.439
Si 38.34 10.948 28.474 0.034 0.01 0.006
Si 36.6 11.092 26.102 -0.039 -0.081 -0.013
Si 41.048 4.375 27.64 -0.1 -0.005 -0.007
Si 46.15 0.947 30.865 0.058 0.044 -0.11
Si 38.785 7.109 30.573 0.142 0.049 -0.007
Si 37.039 9.603 30.806 -0.022 0.033 -0.026
Si 33.986 9.716 30.314 0.091 -0.011 -0.018
Si 41.33 -1.318 29.789 -0.143 0.065 0.209
Si 46.839 -1.423 32.396 0.579 -0.241 0.38
Si 46.131 3.729 32.185 0.174 0.118 -0.09
Si 43.472 3.016 28.794 0.157 -0.014 -0.07
Si 53.24 6.334 32.171 0.057 0.081 0.068
Si 42.941 6.59 32.76 -0.03 0.059 -0.057
Si 49.376 10.689 30.514 0.006 0.057 -0.05
Si 49.244 12.442 25.458 -0.411 -0.355 -0.546
Si 56.407 10.903 29.416 -0.092 0.008 0.045
Si 50.561 4.692 32.575 -0.076 0.21 0.493
Si 57.849 8.078 32.63 0.35 -0.284 0.591
Si 50.083 12.347 32.893 0.274 -0.007 0.552
Si 56.139 5.552 32.231 0.215 -0.283 0.536
Si 52.334 10.588 30.32 0.087 -0.016 0.101
Si 56.25 3.624 0.027 -0.372 0.237 0.577
Si 56.864 -0.256 32.231 0.019 0.073 0.087
Si 62.611 4.066 31.916 -0.53 0.065 0.268
Si 51.707 1.838 32.073 0.159 0.137 0.043
Si 58.238 13.423 32.741 0.262 -0.262 0.471
Si 63.139 -0.21 31.892 -0.057 0.135 0.141
Si 7.244 5.276 25.184 -0.226 0.162 -0.727
Si 65.351 5.188 27.944 -0.06 0.01 0.071
Si 65.667 10.681 31.572 -0.035 0.056 -0.033
Si 62.997 7.124 31.688 0.023 -0.113 -0.005
Si 62.898 11.691 32.243 -0.055 0.026 0.167
Si 1.278 15.068 6.822 -0.027 -0.017 0.001
Si 4.026 1.38 6.718 -0.011 0 -0.01
Si 1.336 4.166 6.747 -0.009 -0.003 -0.005
Si 4.024 6.847 6.801 0.012 0.005 0.011
Si 1.295 9.593 6.74 -0.012 0.002 -0.009
Si 3.956 12.354 6.823 0.017 0.044 -0.021
Si 6.736 14.948 6.684 0.047 0.035 -0.003
Si 9.465 1.357 6.822 -0.013 -0.001 -0.011
Si 6.724 4.135 6.809 -0.013 -0.005 0.002
Si 9.532 6.847 6.937 -0.006 -0.017 0.002
Si 6.778 9.567 6.861 -0.002 -0.042 0.013
Si 9.495 12.203 6.598 0.013 -0.022 -0.016
Si 12.175 14.908 6.745 0.022 0.041 0.027
Si 15.014 1.264 6.747 0.015 0.027 0.023
Si 12.262 4.089 6.947 0.034 0.056 0.022
Si 14.987 6.743 6.586 0.011 0.009 -0.058
Si 12.212 9.518 6.69 -0.039 0.021 -0.001
Si 14.877 12.138 6.597 -0.038 -0.048 -0.083
Si 17.707 14.809 6.73 -0.021 0.001 -0.003
Si 20.426 1.19 6.785 0.023 0.037 0.001
Si 17.721 3.985 6.732 -0.019 -0.05 0.025
Si 20.404 6.667 6.594 -0.045 0.034 0.016
Si 17.759 9.296 6.606 0.083 -0.021 -0.002
Si 20.444 12.034 6.64 0.009 -0.005 0.043
Si 23.191 14.763 6.758 0.047 0.014 -0.015
Si 25.97 1.238 6.812 -0.008 -0.008 -0.011
Si 23.218 3.983 6.871 0.032 -0.021 0.034
Si 25.961 6.754 6.861 0 0.025 -0.006
Si 23.174 9.445 6.667 -0.033 0.037 -0.004
Si 25.91 12.18 6.701 0.007 0.04 -0.011
Si 28.601 14.855 6.847 0.016 0.024 0.003
Si 31.31 1.32 6.9 -0.026 0.036 -0.005
Si 28.689 3.964 6.873 0.018 -0.032 -0.008
Si 31.368 6.706 6.906 0.015 0.001 -0.013
Si 28.65 9.465 6.824 0.007 0.002 0.017
Si 31.348 12.187 6.918 -0.003 0 0.004
Si 34.055 14.869 6.938 0.003 -0.013 -0.01
Si 36.804 1.316 6.95 -0.019 0 0
Si 34.077 3.993 6.956 -0.02 0.003 0
Si 36.782 6.723 6.964 -0.031 -0.031 0.018
Si 34.109 9.401 7.001 0.009 -0.017 -0.021
Si 36.82 12.21 7.01 -0.005 -0.013 -0.004
Si 39.502 14.951 6.98 -0.013 -0.006 0.005
Si 42.138 1.411 6.944 -0.031 -0.011 -0.007
Si 39.466 4.079 6.917 -0.003 -0.009 0.001
Si 42.15 6.836 6.86 -0.02 0.022 -0.008
Si 39.524 9.499 6.904 -0.023 -0.059 -0.015
Si 42.19 12.234 6.892 -0.003 -0.013 0.001
Si 44.886 14.982 6.85 0.015 0.032 -0.042
Si 47.527 1.412 6.789 0.006 0.026 -0.004
Si 44.88 4.07 6.808 0.011 -0.004 0.002
Si 47.602 6.842 6.796 0.036 -0.007 0.023
Si 44.835 9.558 6.857 0.002 -0.006 0
Si 47.595 12.286 6.925 -0.006 -0.001 0.011
Si 50.268 15.032 6.799 -0.006 -0.011 -0.01
Si 52.978 1.448 6.775 0.015 0.01 -0.005
Si 50.228 4.139 6.813 0.019 0.001 0.001
Si 52.937 6.924 6.848 -0.028 0.012 -0.013
Si 50.308 9.554 6.823 0.031 -0.014 0.006
Si 53.028 12.329 6.791 0.003 -0.008 -0.001
Si 55.729 15.046 6.799 -0.01 -0.009 0.012
Si 58.444 1.499 6.789 -0.012 -0.004 -0.005
Si 55.693 4.141 6.834 0.019 -0.019 0
Si 58.426 6.935 6.841 0.005 0.004 0.012
Si 55.713 9.643 6.837 -0.014 0.012 0.003
Si 58.417 12.357 6.802 -0.029 -0.001 -0.008
Si 61.182 15.07 6.791 0.002 0.002 0.013
Si 63.882 1.477 6.766 -0.023 -0.013 0.008
Si 61.145 4.178 6.778 0.013 0.002 -0.011
Si 63.861 6.887 6.72 -0.008 -0.006 -0.015
Si 61.168 9.599 6.862 0.006 -0.014 0.021
Si 63.865 12.333 6.811 -0.031 -0.017 0.005
Si 2.669 0.09 8.142 -0.005 0.021 0.006
Si 5.381 2.728 8.119 0.018 -0.002 -0.014
Si 2.669 5.496 8.15 0.012 -0.009 0.005
Si 5.391 8.2 8.159 0 -0.027 0.016
Si 2.634 10.941 8.141 0.016 -0.012 0.011
Si 5.384 13.669 8.13 0.02 -0.006 0.006
Si 8.086 -0.028 8.102 -0.046 0.027 0.001
Si 10.839 2.705 8.178 -0.009 -0.001 0.004
Si 8.109 5.463 8.177 -0.033 0.016 0.021
Si 10.907 8.224 8.176 0.017 0.013 0.031
Si 8.177 10.936 8.115 0.018 -0.015 -0.011
Si 10.802 13.551 8.056 -0.019 0.007 0
Si 13.598 -0.075 8.073 0.017 0.016 -0.019
Si 16.362 2.636 8.096 -0.023 -0.018 -0.007
Si 13.682 5.473 8.13 0.045 -0.031 -0.006
Si 16.352 8.04 8.008 -0.005 -0.008 -0.017
Si 13.569 10.853 8.055 0.011 -0.023 -0.007
Si 16.285 13.457 8.007 -0.005 0.013 -0.013
Si 19.055 -0.156 8.113 -0.004 0.024 0.019
Si 21.791 2.595 8.125 0.007 -0.029 0.01
Si 19.083 5.359 8.054 -0.013 -0.001 0
Si 21.77 8.059 7.984 0.018 -0.016 -0.031
Si 19.068 10.705 8 -0.009 0.001 0.008
Si 21.789 13.407 8.057 -0.005 -0.018 -0.008
Si 24.545 -0.139 8.107 -0.007 0.003 0.001
Si 27.299 2.6 8.2 0 0.015 0.005
Si 24.571 5.375 8.181 -0.024 0.002 0.01
Si 27.299 8.111 8.205 -0.012 -0.007 0.013
Si 24.537 10.796 8.055 0.002 -0.025 -0.008
Si 27.214 13.508 8.166 -0.009 0.02 -0.011
Si 29.957 -0.084 8.216 -0.002 -0.003 0.007
Si 32.701 2.632 8.286 0.024 -0.014 -0.009
Si 30.014 5.34 8.252 -0.008 -0.002 0
Si 32.705 8.059 8.304 0.005 -0.006 0.011
Si 29.989 10.797 8.232 0.006 0.008 -0.004
Si 32.701 13.527 8.297 -0.013 -0.013 0.005
Si 35.418 -0.059 8.281 0.002 0.018 -0.019
Si 38.136 2.7 8.301 -0.001 0.001 -0.002
Si 35.412 5.377 8.317 -0.005 0.014 0.004
Si 38.155 8.127 8.273 -0.008 0 -0.013
Si 35.455 10.809 8.324 0 -0.003 -0.003
Si 38.159 13.581 8.347 0.008 0.008 0.001
Si 40.839 0.012 8.317 -0.004 -0.005 0.006
Si 43.536 2.762 8.253 0.009 0.006 -0.009
Si 40.833 5.449 8.257 0.008 0.012 -0.007
Si 43.512 8.18 8.238 -0.003 0.007 0.003
Si 40.855 10.866 8.278 0.009 0.012 0.002
Si 43.54 13.618 8.235 0.001 -0.005 0.003
Si 46.226 0.039 8.208 0.019 -0.003 -0.001
Si 48.884 2.773 8.175 -0.015 -0.003 0.013
Si 46.241 5.459 8.164 -0.003 -0.01 -0.005
Si 48.947 8.193 8.189 -0.001 -0.01 0.008
Si 46.213 10.903 8.232 -0.004 -0.006 -0.005
Si 48.96 13.672 8.225 0.002 0.01 0.001
Si 51.634 0.078 8.157 -0.012 0.002 0.001
Si 54.332 2.783 8.176 -0.002 0.02 0.018
Si 51.602 5.505 8.176 -0.001 0.006 0.007
Si 54.35 8.258 8.181 0.029 -0.026 0.001
Si 51.665 10.953 8.162 -0.002 -0.001 -0.011
Si 54.373 13.683 8.172 0.016 0.004 -0.001
Si 57.1 0.096 8.143 0.009 0.001 -0.012
Si 59.796 2.836 8.166 -0.004 -0.004 -0.004
Si 57.066 5.529 8.165 -0.011 0.009 0.001
Si 59.808 8.241 8.209 -0.005 0.011 0.006
Si 57.068 11.005 8.186 -0.002 0.004 0.002
Si 59.799 13.716 8.145 0.009 -0.001 -0.006
Si 62.547 0.098 8.145 0.036 -0.013 0.008
Si 65.249 2.82 8.123 0.006 -0.009 0.001
Si 62.522 5.536 8.121 -0.003 -0.011 0.004
Si 65.221 8.234 8.109 -0.009 0.022 -0.019
Si 62.524 10.977 8.183 -0.017 0.008 0.015
Si 65.223 13.684 8.168 -0.004 0.005 0.009
Si 1.314 1.45 9.494 -0.013 -0.006 0
Si 4.032 4.112 9.482 -0.028 -0.019 -0.004
Si 1.307 6.879 9.483 0.012 -0.011 -0.005
Si 4.02 9.58 9.485 0.004 0.004 0.005
Si 1.301 12.306 9.512 0.007 -0.002 0.003
Si 4.041 15.04 9.488 0.019 0.022 -0.009
Si 6.756 1.369 9.465 0.019 -0.007 0.005
Si 9.478 4.084 9.504 -0.019 -0.022 0.003
Si 6.748 6.836 9.51 -0.006 0.001 0.012
Si 9.511 9.573 9.494 -0.002 -0.001 0.003
Si 6.773 12.291 9.454 0.004 0.002 -0.007
Si 9.469 14.931 9.437 -0.011 -0.01 0.005
Si 12.24 1.306 9.444 0.013 0.006 0.003
Si 15.003 4.032 9.44 0.031 0.023 0.001
Si 12.278 6.816 9.467 0.023 0.03 -0.006
Si 14.982 9.459 9.354 0.004 0.001 0.002
Si 12.205 12.214 9.416 -0.02 0.002 -0.017
Si 14.966 14.863 9.396 -0.022 0.004 -0.002
Si 17.712 1.26 9.437 -0.028 0.018 -0.002
Si 20.426 3.996 9.436 0.003 0.002 0.01
Si 17.7 6.709 9.41 -0.006 -0.017 0
Si 20.437 9.402 9.398 -0.018 0.008 0
Si 17.691 12.105 9.346 0.011 -0.036 -0.015
Si 20.441 14.801 9.422 0.015 -0.008 -0.012
Si 23.168 1.23 9.458 -0.006 0.004 -0.008
Si 25.915 3.983 9.521 -0.003 -0.014 -0.009
Si 23.13 6.739 9.43 -0.002 0.009 -0.001
Si 25.873 9.458 9.485 0.018 -0.003 0.012
Si 23.17 12.116 9.449 0.004 0.034 0.013
Si 25.876 14.863 9.53 0.012 0.003 0.006
Si 28.617 1.259 9.598 0.006 -0.011 0.004
Si 31.358 4.002 9.639 0.015 0.009 0.006
Si 28.631 6.72 9.568 0.012 0.003 -0.004
Si 31.336 9.443 9.617 -0.009 -0.011 -0.008
Si 28.592 12.16 9.54 -0.017 -0.016 -0.001
Si 31.324 14.899 9.604 0.016 0.027 0.006
Si 34.054 1.28 9.648 -0.036 -0.014 0.015
Si 36.766 4.025 9.673 -0.027 -0.017 0.004
Si 34.064 6.731 9.679 0.004 -0.004 0.009
Si 36.812 9.466 9.677 0.007 0.017 0.007
Si 34.064 12.163 9.652 -0.019 -0.005 -0.004
Si 36.771 14.925 9.675 0.008 -0.011 0.005
Si 39.481 1.352 9.678 0.007 0.023 0.007
Si 42.194 4.105 9.635 -0.003 0 0.01
Si 39.486 6.776 9.654 -0.006 -0.022 0.004
Si 42.189 9.514 9.651 -0.007 -0.012 0.009
Si 39.511 12.207 9.678 -0.006 0.008 0.007
Si 42.199 14.953 9.643 0.001 0.012 0.007
Si 44.875 1.375 9.606 -0.016 -0.017 0.009
Si 47.562 4.115 9.578 -0.002 -0.014 0
Si 44.89 6.807 9.569 0.001 -0.001 0
Si 47.586 9.542 9.571 0.003 -0.014 0.008
Si 44.882 12.262 9.611 0.005 0.009 -0.003
Si 47.593 15.02 9.586 0.003 0.008 0.001
Si 50.276 1.429 9.534 0.006 0.024 -0.006
Si 52.987 4.156 9.532 0.016 0.015 0.002
Si 50.276 6.841 9.575 -0.007 -0.007 0.01
Si 53.006 9.607 9.554 0.012 0.01 0.005
Si 50.31 12.29 9.559 -0.009 -0.01 0.007
Si 52.995 15.032 9.527 -0.009 -0.034 -0.002
Si 55.72 1.43 9.518 -0.013 -0.012 -0.007
Si 58.437 4.181 9.531 0.013 0.007 0.005
Si 55.706 6.88 9.53 -0.011 -0.006 0.007
Si 58.434 9.62 9.527 0.005 -0.007 -0.002
Si 55.72 12.341 9.56 0.017 0.012 0.013
Si 58.452 15.064 9.52 -0.018 0.002 0.001
Si 61.171 1.453 9.499 -0.016 0.001 -0.01
Si 63.888 4.177 9.484 0.008 0.017 -0.009
Si 61.173 6.867 9.53 -0.009 0.003 0
Si 63.888 9.591 9.507 -0.007 0.003 -0.005
Si 61.151 12.344 9.512 0.006 -0.008 0.005
Si 63.879 15.051 9.522 -0.01 0.006 0.009
Si 65.256 0.084 10.863 0.01 0 0.002
Si 2.677 2.787 10.86 0 -0.002 0.007
Si 65.243 5.523 10.856 -0.02 -0.004 0.007
Si 2.671 8.225 10.852 -0.004 0.012 -0.001
Si 65.239 10.945 10.877 0.001 -0.003 0.006
Si 2.69 13.664 10.843 0.009 -0.006 -0.008
Si 5.401 0.052 10.854 -0.016 0.016 0.011
Si 8.118 2.72 10.835 -0.004 0.006 0.018
Si 5.388 5.473 10.849 0.039 -0.007 0
Si 8.131 8.202 10.827 0.001 -0.01 0.004
Si 5.409 10.932 10.819 0 -0.02 -0.004
Si 8.118 13.623 10.837 -0.001 0.015 0.007
Si 10.856 -0.034 10.789 -0.008 -0.003 0.002
Si 13.602 2.687 10.777 -0.009 0.019 -0.004
Si 10.879 5.454 10.801 -0.002 -0.004 -0.005
Si 13.637 8.158 10.796 -0.019 -0.018 0.013
Si 10.873 10.904 10.837 0 -0.002 0.011
Si 13.584 13.557 10.77 -0.015 -0.001 0.014
Si 16.318 -0.086 10.763 0.032 -0.003 0.002
Si 19.058 2.634 10.786 0.001 -0.021 0.004
Si 16.355 5.373 10.8 0.009 -0.021 0.014
Si 19.058 8.074 10.769 -0.001 0.004 0.005
Si 16.331 10.798 10.744 0.004 0.012 0.009
Si 19.041 13.468 10.746 -0.01 0.013 0.001
Si 21.789 -0.135 10.79 -0.002 0.003 0.002
Si 24.513 2.611 10.832 0.004 -0.004 -0.001
Si 21.783 5.364 10.793 -0.005 -0.008 -0.003
Si 24.491 8.085 10.813 -0.025 0.01 -0.007
Si 21.784 10.766 10.784 0.019 -0.03 0
Si 24.502 13.483 10.846 -0.009 0.012 0.004
Si 27.231 -0.107 10.913 -0.003 0.014 0.005
Si 29.976 2.627 10.96 0.004 -0.009 -0.002
Si 27.253 5.348 10.896 -0.001 0 -0.005
Si 29.969 8.076 10.953 0.009 -0.006 0.003
Si 27.228 10.792 10.878 -0.012 0.01 -0.004
Si 29.951 13.517 10.922 -0.003 0.012 -0.014
Si 32.687 -0.084 10.986 0.008 -0.002 0.004
Si 35.405 2.653 11.014 0.014 0.001 -0.008
Si 32.698 5.363 11.017 0 -0.005 0.006
Si 35.429 8.105 11.022 -0.017 -0.007 -0.005
Si 32.696 10.799 10.988 0 -0.001 0.002
Si 35.419 13.534 11.017 -0.008 0.006 -0.002
Si 38.128 -0.026 11.033 -0.007 0.023 -0.007
Si 40.847 2.722 11.012 -0.014 -0.01 -0.006
Si 38.13 5.404 11.014 0.004 0.012 -0.014
Si 40.836 8.146 11.019 -0.006 0.005 0.003
Si 38.15 10.841 11.039 0.005 -0.017 -0.006
Si 40.856 13.589 11.023 0.011 -0.018 -0.004
Si 43.543 0.006 10.999 0.007 -0.004 -0.002
Si 46.228 2.747 10.964 0.006 0.022 -0.001
Si 43.551 5.462 10.988 -0.007 -0.001 0
Si 46.24 8.174 10.945 0.012 -0.012 -0.009
Si 43.545 10.893 10.993 -0.005 0.005 -0.003
Si 46.243 13.636 10.954 -0.005 -0.003 -0.009
Si 48.945 0.067 10.936 0.004 -0.01 -0.005
Si 51.641 2.786 10.9 -0.002 0.013 -0.006
Si 48.928 5.476 10.94 -0.002 0.016 0.001
Si 51.652 8.219 10.909 0.003 -0.009 -0.008
Si 48.946 10.923 10.922 0.014 0.007 -0.007
Si 51.661 13.66 10.915 -0.001 -0.002 -0.001
Si 54.368 0.068 10.887 0.016 0.001 0
Si 57.083 2.798 10.879 0.001 0.004 0
Si 54.356 5.511 10.892 0.005 -0.003 -0.001
Si 57.082 8.241 10.879 0.005 0.002 -0.013
Si 54.37 10.958 10.915 -0.007 0 -0.002
Si 57.1 13.7 10.89 -0.005 0 0.007
Si 59.823 0.094 10.875 0.005 -0.016 -0.001
Si 62.538 2.811 10.854 0.005 -0.009 0
Si 59.808 5.519 10.894 0.005 -0.015 0.006
Si 62.535 8.235 10.873 0.001 -0.008 0.008
Si 59.805 10.972 10.874 -0.008 0.015 -0.005
Si 62.521 13.688 10.874 -0.003 0.012 -0.005
Si 1.34 15.031 12.208 0 0.011 0.001
Si 4.046 1.421 12.203 0.017 -0.007 -0.003
Si 1.329 4.162 12.211 0.011 -0.007 -0.005
Si 4.037 6.857 12.203 -0.018 -0.015 -0.003
Si 1.325 9.584 12.229 0.003 0.002 0.005
Si 4.058 12.296 12.192 0.018 0.016 -0.01
Si 6.765 14.996 12.192 0.002 0.004 -0.004
Si 9.505 1.351 12.153 -0.005 0 -0.003
Si 6.764 4.106 12.182 -0.013 -0.022 0.002
Si 9.505 6.82 12.149 0 0.019 -0.002
Si 6.764 9.565 12.18 0.002 0.017 0.001
Si 9.498 12.266 12.176 0.004 -0.003 -0.001
Si 12.229 14.927 12.136 0.005 -0.006 -0.005
Si 14.962 1.304 12.113 -0.014 0.003 -0.006
Si 12.236 4.061 12.132 -0.001 -0.017 0.002
Si 14.977 6.758 12.129 0.012 0.011 -0.015
Si 12.247 9.511 12.143 0.02 0.008 -0.006
Si 14.968 12.185 12.1 0.003 -0.018 -0.01
Si 17.693 14.865 12.098 -0.006 0.002 -0.004
Si 20.417 1.254 12.119 0.002 0.03 -0.005
Si 17.701 3.999 12.145 0.002 0.017 0.007
Si 20.412 6.722 12.146 -0.007 -0.011 0.005
Si 17.692 9.449 12.119 0.003 -0.009 -0.001
Si 20.411 12.138 12.128 0 -0.006 -0.002
Si 23.134 14.849 12.183 0.004 0.002 0.009
Si 25.854 1.267 12.232 -0.002 0 0.002
Si 23.136 3.993 12.156 -0.009 0.002 0
Si 25.847 6.72 12.19 0.006 -0.011 -0.011
Si 23.134 9.433 12.177 0.006 0.005 0.009
Si 25.864 12.138 12.227 0.014 -0.005 0.003
Si 28.588 14.86 12.285 -0.006 0.009 0.006
Si 31.324 1.269 12.334 0.02 0 0.007
Si 28.598 3.999 12.286 0.01 0.001 -0.001
Si 31.318 6.733 12.339 -0.002 0.007 0
Si 28.578 9.442 12.266 -0.008 -0.01 -0.008
Si 31.313 12.169 12.302 -0.01 0.001 -0.008
Si 34.044 14.885 12.36 -0.014 0.002 0.004
Si 36.761 1.314 12.391 -0.021 0 0.006
Si 34.053 4.008 12.378 -0.004 -0.003 0.006
Si 36.781 6.751 12.389 -0.002 -0.011 0.004
Si 34.056 9.461 12.371 0 0.002 0.01
Si 36.778 12.187 12.398 0.013 -0.005 0.002
Si 39.489 14.934 12.392 -0.006 -0.011 -0.005
Si 42.18 1.346 12.38 0.003 0.01 0.002
Si 39.48 4.054 12.387 0.006 0.001 -0.001
Si 42.194 6.794 12.379 -0.001 0.002 0.006
Si 39.492 9.487 12.412 -0.004 0.008 0.01
Si 42.203 12.231 12.387 -0.006 0.002 0
Si 44.898 14.965 12.359 0.001 -0.001 0.003
Si 47.592 1.399 12.332 0.005 0.001 0.003
Si 44.887 4.089 12.359 0.002 -0.014 0.013
Si 47.586 6.824 12.324 -0.003 -0.009 0.008
Si 44.901 9.527 12.34 -0.001 0.004 0.001
Si 47.596 12.273 12.31 -0.005 0.006 0
Si 50.305 15.02 12.284 0 0.003 -0.002
Si 53.013 1.428 12.255 -0.007 -0.003 -0.009
Si 50.301 4.13 12.294 -0.007 -0.005 0.002
Si 53.009 6.859 12.273 0.006 0.005 0.005
Si 50.299 9.565 12.287 -0.007 -0.002 -0.003
Si 53.014 12.303 12.284 0.009 0.003 0.012
Si 55.738 15.044 12.255 0.001 -0.014 0.003
Si 58.463 1.447 12.239 0.002 0 0.001
Si 55.727 4.157 12.245 -0.017 0.011 0.001
Si 58.446 6.887 12.242 0.001 0.013 0
Si 55.733 9.585 12.259 0.008 -0.004 0.002
Si 58.456 12.325 12.239 0.004 0.004 -0.001
Si 61.178 15.049 12.239 0 -0.007 0.005
Si 63.903 1.452 12.216 -0.004 -0.002 0
Si 61.182 4.156 12.235 -0.01 0.01 -0.002
Si 63.895 6.875 12.232 0.012 0.003 0.001
Si 61.173 9.605 12.219 0.001 -0.007 -0.009
Si 63.883 12.317 12.225 -0.018 0 0
Si 2.707 0.06 13.568 0.014 0.014 0.003
Si 5.402 2.778 13.557 -0.006 0.006 0.006
Si 2.683 5.513 13.577 -0.002 -0.004 0.005
Si 5.408 8.216 13.553 0.015 -0.003 0.003
Si 2.699 10.949 13.565 0.006 -0.001 0
Si 5.417 13.643 13.563 -0.007 -0.001 0.007
Si 8.135 0.031 13.531 -0.002 -0.008 0.01
Si 10.874 2.714 13.499 -0.001 0.008 0.01
Si 8.143 5.467 13.513 -0.004 -0.01 -0.003
Si 10.865 8.172 13.499 -0.002 -0.017 0.001
Si 8.135 10.916 13.53 0.002 -0.005 0.003
Si 10.867 13.608 13.524 -0.01 -0.003 0.017
Si 13.593 -0.028 13.481 -0.011 0.013 0.003
Si 16.315 2.655 13.484 0.009 -0.006 -0.003
Si 13.595 5.419 13.484 0.007 0.022 0.005
Si 16.329 8.105 13.487 -0.011 -0.013 0.006
Si 13.613 10.856 13.482 -0.01 0.001 0.012
Si 16.32 13.548 13.47 0.007 0.006 0.004
Si 19.048 -0.101 13.469 -0.006 0 -0.006
Si 21.749 2.629 13.486 -0.01 -0.032 0.005
Si 19.05 5.362 13.498 0 -0.016 0.009
Si 21.761 8.084 13.521 0.01 0.002 -0.001
Si 19.038 10.811 13.493 0.003 -0.002 0.004
Si 21.763 13.49 13.52 0 0.02 0.007
Si 24.48 -0.109 13.558 0 0.011 0.01
Si 27.211 2.625 13.603 0 0.01 0
Si 24.484 5.352 13.534 -0.008 0.006 0.002
Si 27.191 8.07 13.58 -0.013 0.007 -0.006
Si 24.492 10.773 13.562 -0.002 0 -0.005
Si 27.22 13.48 13.61 0.002 -0.003 -0.006
Si 29.951 -0.112 13.661 -0.001 -0.01 0.002
Si 32.677 2.629 13.7 0.002 0.002 0.006
Si 29.936 5.368 13.666 0.011 -0.003 0.007
Si 32.678 8.093 13.705 -0.003 -0.009 -0.001
Si 29.94 10.804 13.634 0.015 0.012 -0.01
Si 32.675 13.507 13.689 -0.004 -0.001 -0.007
Si 35.402 -0.071 13.727 0.007 0.002 0.002
Si 38.121 2.681 13.747 0 0 -0.005
Si 35.422 5.374 13.733 0.007 0.007 -0.009
Si 38.124 8.117 13.766 0.005 -0.003 -0.007
Si 35.415 10.814 13.753 -0.017 0.007 0.002
Si 38.141 13.558 13.755 0.006 0.015 -0.003
Si 40.837 -0.027 13.769 -0.01 0.005 -0.007
Si 43.532 2.715 13.731 -0.014 0 -0.003
Si 40.831 5.423 13.745 -0.008 -0.012 -0.006
Si 43.551 8.17 13.726 -0.01 -0.001 -0.002
Si 40.854 10.865 13.758 0.013 0.008 -0.005
Si 43.553 13.598 13.747 0.004 -0.006 -0.004
Si 46.248 0.02 13.709 0 -0.006 0
Si 48.963 2.769 13.673 0.014 0.016 -0.002
Si 46.249 5.46 13.713 0.004 0.012 0.004
Si 48.949 8.205 13.665 -0.004 0.001 -0.014
Si 46.257 10.902 13.695 0.005 -0.003 -0.008
Si 48.947 13.659 13.653 0.013 0.011 -0.009
Si 51.669 0.066 13.636 -0.01 -0.008 0.005
Si 54.375 2.795 13.611 0.018 0.003 0.002
Si 51.659 5.499 13.652 0.014 0.006 -0.003
Si 54.387 8.208 13.624 -0.004 0.001 -0.009
Si 51.666 10.919 13.647 -0.021 -0.007 -0.008
Si 54.386 13.675 13.616 -0.002 -0.018 0.004
Si 57.115 0.079 13.606 -0.008 -0.003 0.003
Si 59.834 2.797 13.603 0.004 -0.012 0
Si 57.09 5.521 13.604 0.004 -0.008 -0.001
Si 59.821 8.248 13.584 0.003 0.016 -0.001
Si 57.101 10.957 13.596 0.011 0 -0.008
Si 59.832 13.669 13.593 -0.009 0.004 -0.005
Si 62.56 0.086 13.58 -0.001 0 -0.008
Si 65.269 2.803 13.579 0.009 0.007 -0.001
Si 62.541 5.516 13.595 -0.007 -0.014 0.005
Si 65.255 8.224 13.599 -0.023 -0.002 0.011
Si 62.535 10.951 13.585 -0.003 0.002 -0.003
Si 65.26 13.676 13.568 0.013 -0.005 -0.007
Si 1.364 1.436 14.923 0.005 -0.014 0.001
Si 4.051 4.149 14.919 0.003 -0.01 -0.001
Si 1.34 6.868 14.961 0.002 -0.006 -0.003
Si 4.059 9.592 14.924 -0.02 0.013 0.002
Si 1.335 12.311 14.925 -0.005 0.01 0.005
Si 4.062 15.011 14.925 0.015 -0.01 0.008
Si 6.776 1.409 14.882 -0.004 0.002 -0.011
Si 9.514 4.096 14.849 0.007 -0.012 0.001
Si 6.786 6.834 14.877 0.008 -0.002 0.006
Si 9.5 9.54 14.857 -0.008 0.027 -0.014
Si 6.801 12.286 14.907 0.004 -0.005 -0.015
Si 9.504 14.987 14.872 -0.003 0.011 -0.002
Si 12.238 1.338 14.845 0.016 -0.012 -0.001
Si 14.947 4.037 14.828 -0.003 -0.009 -0.003
Si 12.224 6.794 14.832 -0.02 0.018 -0.004
Si 14.962 9.481 14.83 0.017 -0.016 -0.009
Si 12.248 12.217 14.831 0.022 -0.021 -0.006
Si 14.965 14.931 14.826 -0.009 0.007 -0.003
Si 17.683 1.274 14.81 0.002 0.001 -0.008
Si 20.396 3.993 14.854 -0.007 0.019 0.006
Si 17.671 6.724 14.835 0.015 0.007 -0.01
Si 20.393 9.458 14.863 -0.004 0.011 -0.002
Si 17.676 12.194 14.839 -0.009 0.012 -0.012
Si 20.396 14.868 14.855 0.006 -0.011 0.001
Si 23.079 1.266 14.861 -0.009 0.02 0.001
Si 25.827 3.999 14.92 0.03 -0.01 0
Si 23.124 6.726 14.879 -0.006 0.006 0.005
Si 25.832 9.412 14.948 0.01 -0.011 -0.005
Si 23.128 12.138 14.897 0.017 -0.03 -0.004
Si 25.831 14.836 14.923 -0.008 0.007 0
Si 28.563 1.256 14.971 0.007 0.008 -0.011
Si 31.304 4.005 15.017 -0.004 -0.003 -0.006
Si 28.53 6.736 14.978 -0.002 0 -0.013
Si 31.291 9.468 15.023 -0.013 0.012 0.003
Si 28.578 12.139 15.004 -0.013 0.002 0.005
Si 31.302 14.842 15.044 0.015 -0.007 -0.001
Si 34.029 1.274 15.079 0.003 0 0.003
Si 36.763 4.021 15.123 -0.009 0.012 0.009
Si 34.055 6.744 15.062 -0.006 0.004 -0.001
Si 36.769 9.464 15.145 0.01 -0.022 0.014
Si 34.031 12.174 15.086 -0.014 0.003 0.001
Si 36.766 14.907 15.103 -0.008 -0.002 -0.002
Si 39.458 1.323 15.127 -0.01 0.011 0.005
Si 42.176 4.061 15.109 -0.001 -0.017 0.005
Si 39.475 6.759 15.133 0.005 0.003 0.003
Si 42.206 9.509 15.121 -0.012 0.021 0.004
Si 39.51 12.219 15.136 -0.007 -0.012 -0.006
Si 42.194 14.928 15.142 -0.012 -0.003 0.003
Si 44.867 1.337 15.093 -0.007 0.019 0.005
Si 47.618 4.103 15.067 0.007 -0.01 -0.001
Si 44.899 6.815 15.093 0.004 -0.002 0.002
Si 47.605 9.545 15.063 0.011 -0.001 -0.002
Si 44.916 12.237 15.1 -0.001 -0.007 0
Si 47.62 15.002 15.074 -0.006 -0.009 0.017
Si 50.331 1.421 15.029 0.004 -0.008 -0.009
Si 53.026 4.136 15.004 -0.021 -0.001 0.005
Si 50.308 6.858 15.027 -0.036 0.019 -0.004
Si 53.038 9.549 14.999 0.007 0.003 0.008
Si 50.298 12.288 14.989 0 -0.009 0.004
Si 53.033 15.026 14.985 0.015 0.016 -0.007
Si 55.758 1.449 14.955 -0.006 -0.013 0.009
Si 58.473 4.173 14.945 0.012 -0.001 0.004
Si 55.732 6.849 15.004 0.006 0.004 0.015
Si 58.467 9.602 14.948 0.007 0.006 -0.009
Si 55.745 12.307 14.96 -0.007 0.02 -0.008
Si 58.486 15.025 14.953 0.019 -0.019 -0.003
Si 61.224 1.445 14.951 -0.001 -0.006 -0.004
Si 63.924 4.167 14.947 -0.015 0.001 -0.001
Si 61.185 6.894 14.942 -0.001 0 -0.009
Si 63.889 9.591 14.947 0.018 -0.006 -0.005
Si 61.189 12.304 14.955 0.009 -0.015 0.003
Si 63.924 15.045 14.937 -0.013 0.022 0.005
Si 65.305 0.078 16.291 -0.004 -0.003 -0.01
Si 2.701 2.802 16.296 0 0.012 -0.001
Si 65.25 5.531 16.339 0.02 0.005 0.016
Si 2.7 8.246 16.301 0.004 -0.005 0.009
Si 65.263 10.946 16.289 -0.021 -0.012 -0.009
Si 2.689 13.667 16.291 -0.019 0.005 0
Si 5.433 0.062 16.259 0.006 0.003 0.008
Si 8.144 2.768 16.219 -0.013 0.009 0.004
Si 5.42 5.508 16.259 -0.004 0.003 0.002
Si 8.154 8.185 16.228 -0.01 0.011 0.009
Si 5.444 10.942 16.272 0.026 0.021 0.003
Si 8.166 13.649 16.261 0.012 -0.003 -0.004
Si 10.861 0.019 16.222 -0.017 0.008 0.002
Si 13.597 2.691 16.203 -0.017 0 0.007
Si 10.876 5.448 16.208 -0.014 0 0.003
Si 13.576 8.15 16.184 0.006 -0.001 0.008
Si 10.882 10.881 16.197 -0.021 -0.009 0
Si 13.598 13.581 16.173 -0.009 -0.008 -0.001
Si 16.328 -0.041 16.199 0.006 -0.014 0.004
Si 19.018 2.622 16.184 0.005 -0.002 -0.005
Si 16.304 5.375 16.196 0.016 0.028 0.01
Si 19.004 8.101 16.181 -0.01 -0.011 -0.006
Si 16.298 10.853 16.183 0.016 0.005 -0.018
Si 19.037 13.531 16.225 -0.008 -0.013 0.008
Si 21.738 -0.098 16.235 0.011 0.009 0.008
Si 24.426 2.623 16.212 -0.02 -0.008 -0.013
Si 21.749 5.371 16.202 -0.005 -0.02 -0.008
Si 24.455 8.062 16.304 0.009 -0.001 0
Si 21.758 10.797 16.249 0.002 0.005 0.011
Si 24.476 13.478 16.29 0.02 0.018 0.009
Si 27.202 -0.152 16.279 0.015 0.002 -0.01
Si 29.903 2.644 16.325 0.015 0.001 0.013
Si 27.142 5.377 16.315 0.002 0.012 0.02
Si 29.875 8.123 16.332 -0.01 0.008 0
Si 27.195 10.758 16.318 0.003 -0.009 0.007
Si 29.955 13.457 16.405 0 -0.015 0.002
Si 32.659 -0.116 16.403 -0.017 -0.006 -0.009
Si 35.39 2.628 16.451 -0.008 -0.007 -0.001
Si 32.69 5.356 16.365 -0.001 -0.008 0.003
Si 35.38 8.087 16.488 -0.011 0.006 -0.002
Si 32.66 10.797 16.422 0.011 0.017 -0.009
Si 35.401 13.538 16.446 0.013 -0.002 -0.017
Si 38.102 -0.054 16.494 -0.01 -0.014 -0.007
Si 40.816 2.691 16.481 -0.011 0.011 -0.004
Si 38.108 5.393 16.501 0.015 -0.008 0.004
Si 40.841 8.138 16.476 -0.003 -0.025 -0.007
Si 38.161 10.841 16.482 0.012 0.027 -0.005
Si 40.863 13.56 16.545 0.004 -0.002 0.003
Si 43.535 -0.029 16.516 0.013 -0.008 0.004
Si 46.242 2.716 16.396 0.025 0.016 -0.011
Si 43.535 5.445 16.446 -0.01 0.014 -0.013
Si 46.256 8.187 16.456 0 -0.002 -0.011
Si 43.577 10.862 16.487 0.004 -0.003 -0.003
Si 46.273 13.62 16.445 0.016 -0.002 -0.015
Si 48.985 0.079 16.414 0.02 0.019 0.007
Si 51.687 2.783 16.399 0.01 0 0.005
Si 48.968 5.501 16.414 0.009 -0.011 -0.017
Si 51.694 8.189 16.389 -0.023 -0.013 -0.004
Si 48.967 10.938 16.388 -0.022 -0.002 -0.014
Si 51.665 13.646 16.322 0.003 -0.011 -0.01
Si 54.401 0.09 16.314 -0.014 -0.019 -0.006
Si 57.131 2.807 16.305 -0.008 -0.006 0.011
Si 54.38 5.471 16.389 0.004 0.01 0.014
Si 57.119 8.24 16.309 0.016 0.025 -0.001
Si 54.397 10.939 16.323 0.012 -0.004 -0.012
Si 57.115 13.666 16.305 0.004 0.007 -0.011
Si 59.892 0.045 16.286 -0.007 0.009 0.003
Si 62.605 2.794 16.316 -0.009 -0.004 0
Si 59.834 5.539 16.299 -0.008 0.002 -0.005
Si 62.531 8.245 16.324 -0.006 0.009 0.011
Si 59.824 10.948 16.323 0.006 -0.018 -0.004
Si 62.582 13.66 16.284 -0.002 -0.009 -0.013
O 6.461 14.071 0.664 0.407 -0.316 -0.141
O 9.431 6.634 2.254 -0.094 -0.07 -0.323
O 7.876 10.754 1.282 -0.38 -0.244 -0.224
O 10.791 9.896 31.916 -0.255 -0.317 -0.016
O 11.485 14.318 0.412 0.404 0.132 0.251
O 13.177 0.326 1.459 0.116 -0.141 -0.182
O 11.127 8.476 1.292 0.398 -0.007 -0.037
O 15.434 8.257 33.001 0.038 -0.284 -0.046
O 18.115 15.365 1.84 -0.383 0.154 0.084
O 15.778 2.394 1.319 -0.4 -0.329 -0.293
O 18.089 3.566 1.293 0.328 -0.312 0.286
O 20.036 5.001 0.506 -0.121 -0.37 -0.296
O 21.592 6.638 1.629 -0.154 -0.13 0.141
O 20.13 5.24 32.907 0.098 -0.26 -0.061
O 18.279 8.956 1.488 -0.224 -0.427 0.287
O 19.887 10.885 0.881 0.57 -0.124 -0.359
O 20.989 13.189 1.145 -0.017 0.282 -0.141
O 27.797 14.433 1.447 -0.252 0.187 -0.246
O 40.105 4.773 1.544 -0.262 0.182 -0.191
O 43.095 13.435 1.589 0.462 -0.035 -0.294
O 43.868 3.755 1.596 -0.258 -0.075 -0.2
O 10.28 14.567 2.748 0.296 0.073 -0.051
O 11.536 12.424 2.319 -0.131 -0.152 -0.266
O 19.814 4.566 3.101 0.254 0.406 0.05
O 18.123 6.071 2.238 -0.238 0.335 -0.384
O 18.322 11.165 2.985 0.096 -0.134 0.164
O 57.975 14.482 21.562 0.347 -0.291 0.074
O 64.882 12.257 22.739 0.271 0.312 0.209
O 11.572 10.185 23.014 0.009 0.357 0.445
O 25.119 6.872 22.381 -0.091 -0.396 -0.266
O 30.511 1.984 23.943 0.205 0.37 0.103
O 27.158 5.318 22.902 0.216 -0.309 0.352
O 31.209 13.244 22.917 0.078 0.441 0.322
O 46.164 8.43 23.179 0.192 -0.388 0.347
O 52.155 0.759 22.369 0.396 -0.249 -0.011
O 51.008 2.954 23.005 -0.378 0 0.111
O 49.422 4.415 24.375 -0.373 -0.267 -0.035
O 56.689 1.871 26.1 0.336 0.21 0.787
O 56.558 13.244 23.31 -0.236 0.342 0.391
O 63.674 2.125 22.782 0.104 0.396 0.079
O 58.754 11.953 22.615 0.197 0.183 -0.328
O 66.059 14.277 24.452 0.055 -0.205 0.199
O 63.548 13.885 24.493 -0.569 0.014 0.118
O 67.312 -0.287 26.836 -0.649 0.331 -0.237
O 4.216 2.03 24.535 -0.543 0.312 0.258
O 66.247 3.694 24.267 -0.17 -0.475 0.166
O 65.154 4.975 26.356 -0.071 0.5 -0.25
O 2.756 5.518 23.531 0.129 -0.012 0.45
O 4.723 7.077 24.281 0.229 -0.184 0.21
O 66.907 10.265 24.422 -0.21 0.221 0.438
O 3.151 -0.482 29.197 0.07 -0.337 0.459
O 3.509 13.974 26.36 0.23 -0.175 -0.105
O 5.571 13.693 23.428 -0.109 -0.116 0.259
O 7.575 -0.866 23.974 0.392 -0.328 0.13
O 9.219 1.231 24.282 -0.084 -0.119 0.241
O 17.28 8.774 28.061 -0.241 -0.251 -0.403
O 3.885 9.374 25.209 -0.226 -0.2 0.314
O 6.261 9.206 24.079 -0.066 0.158 0.407
O 8.048 10.991 23.397 0.004 -0.077 0.381
O 11.573 13.125 24.917 0.453 -0.455 -0.424
O 14.653 -1.312 28.419 0.403 -0.111 0.61
O 15.335 1.734 24.185 -0.114 0.094 0.335
O 15.076 3.087 28.778 -0.301 0.641 0.232
O 14.968 7.045 24.437 0.19 0.023 0.472
O 11.49 10.518 29.493 0.253 0.447 -0.055
O 14.966 8.311 29.212 0.106 -0.008 0.509
O 17.296 14.844 24.378 0.318 0.147 -0.001
O 20.827 13.666 25.929 0.011 -0.275 0.519
O 19.069 1.867 26.789 0.37 -0.284 0.303
O 20.537 1.791 24.521 0.314 0.326 0.584
O 22.168 3.289 28.704 -0.01 -0.231 -0.103
O 22.887 12.338 25.118 0.329 0.112 -0.009
O 18.058 8.58 32.691 0.202 -0.355 -0.044
O 22.575 14.734 24.219 0.187 0.234 0.176
O 26.024 0.854 24.318 -0.099 -0.243 0.426
O 27.732 1.261 26.221 0.052 -0.223 -0.11
O 23.347 3.638 24.51 -0.173 0.229 0.379
O 24.33 4.757 26.691 -0.05 -0.066 0.407
O 25.546 6.081 24.788 -0.221 -0.225 0.095
O 27.135 7.892 23.673 0.056 0.023 0.116
O 21.382 8.463 23.626 -0.039 0.024 -0.181
O 30.197 11.237 26.283 -0.102 -0.56 0.491
O 28.753 12.491 24.527 -0.097 0.08 -0.096
O 32.693 3.2 30.489 0.358 0.007 -0.079
O 29.515 -0.791 30.803 -0.133 -0.319 -0.25
O 27.992 2.765 24.13 -0.23 0.064 -0.298
O 31.648 6.104 24.668 0.098 -0.323 0.353
O 32.483 5.819 30.122 -0.314 0.388 -0.51
O 28.555 9.807 24.639 -0.176 -0.412 0.338
O 31.946 12.135 28.01 0.406 0.535 0.082
O 24.914 13.164 0.247 -0.187 -0.161 0.173
O 30.663 10.85 23.766 -0.114 -0.486 -0.599
O 31.126 -0.338 24.852 -0.466 0.045 0.342
O 31.268 13.705 26.063 0.06 -0.036 -0.491
O 37.858 4.807 25.279 -0.56 0.083 -0.484
O 33.486 3.79 24.46 -0.323 -0.286 -0.092
O 35.311 5.412 23.512 0.169 0.069 0.08
O 36.895 7.518 24.233 -0.332 0.068 0.051
O 35.433 2.777 25.931 0.545 0.278 0.153
O 30.922 7.908 26.326 0.065 0.423 -0.161
O 34.558 9.959 24.372 0.309 0.183 0.015
O 38.302 13.629 23.725 0.18 0.232 0.602
O 41.532 0.782 24.316 -0.197 0.23 0.282
O 43.469 2.586 23.797 -0.159 0.066 0.581
O 41.979 6.68 24.937 0.172 0.257 0.166
O 43.376 7.701 27.033 -0.046 0.481 -0.333
O 40.843 10.788 23.777 0.066 -0.122 0.13
O 39.46 1.758 27.751 0.046 0.482 0.005
O 42.615 11.442 28.6 -0.132 -0.03 -0.266
O 44.391 14.554 24.653 0.201 -0.159 0.009
O 46.198 0.029 23.662 0.142 0.096 0.297
O 51.336 2.472 28.124 -0.261 0.05 0.198
O 47.204 5.829 24.575 -0.361 0.173 -0.317
O 47.124 4.422 26.804 -0.212 -0.626 0.301
O 48.984 10.975 28.978 0.481 -0.087 -0.416
O 45.63 8.617 27.758 0.149 -0.089 0.433
O 46.649 10.974 23.776 0.119 0.105 -0.027
O 48.474 -0.376 25.57 -0.379 -0.451 0.189
O 52.798 14.49 26.59 -0.046 0.018 -0.197
O 54.615 1.65 24.562 -0.561 -0.033 -0.414
O 51.443 3.316 25.587 0.436 -0.14 0.16
O 53.288 7.213 24.633 -0.181 -0.02 0.317
O 49.603 6.931 24.861 0.348 0.384 -0.283
O 50.17 9.397 24.234 -0.397 -0.492 -0.025
O 51.878 11.076 23.358 -0.152 -0.111 0.349
O 53.515 12.859 24.561 0.276 -0.235 -0.074
O 54.595 -1.05 24.902 -0.009 0.142 -0.1
O 55.554 4.566 28.703 -0.242 0.012 -0.156
O 58.591 1.474 24.332 0.1 0.056 0.431
O 55.82 9.911 28.292 0.011 0.426 -0.286
O 54.621 9.362 24.213 -0.034 0.368 -0.187
O 60.833 11.684 25.55 0.08 0.413 -0.145
O 56.839 10.658 23.886 0.341 -0.116 0.511
O 58.275 12.418 25.152 -0.197 -0.07 0.286
O 60.3 -1.316 24.359 -0.153 -0.574 0.039
O 62.384 -0.002 23.381 0.106 0.147 0.344
O 64.485 0.105 24.751 0.332 0.282 0.318
O 65.207 8.317 23.66 0.023 -0.11 0.323
O 62.358 3.25 1.165 -0.006 -0.197 0.375
O 62.17 0.731 31.011 -0.387 -0.021 -0.063
O 63.074 11.314 24.274 0.437 0.029 0.104
O 64.651 14.651 26.687 0.003 0.304 0.055
O 61.65 10.981 33.034 -0.186 -0.29 -0.333
O 4.587 0.018 26.135 0.039 -0.327 0.195
O 2.646 3.142 28.646 0.263 -0.124 -0.331
O 5.129 12.558 30.612 -0.467 -0.06 0.028
O 10.371 9.184 27.474 -0.208 -0.352 -0.064
O 6.102 8.823 32.961 -0.188 -0.04 0.381
O 47.683 7.715 32.936 -0.169 -0.083 -0.198
O 8.939 10.543 29.95 -0.059 -0.419 0.033
O 62.633 8.196 0.959 0.249 -0.03 -0.101
O 18.63 4.328 27.455 -0.046 0.313 -0.382
O 14.057 7.433 26.888 0.11 0.217 0.096
O 7.501 8.223 30.845 0.361 -0.2 -0.222
O 17.948 1.361 24.459 -0.229 -0.167 -0.5
O 14.444 11.181 25.534 -0.492 -0.251 -0.672
O 50.566 -0.673 27.034 -0.274 0.267 0.243
O 17.099 10.909 25.22 0.154 0.062 0.559
O 46.677 1.425 29.395 0.766 0.413 -0.014
O 31.039 1.215 29.985 -0.058 0.161 0.083
O 47.624 3.459 32.822 0.235 0.371 -0.14
O 20.306 4.945 29.469 0.103 -0.336 0.69
O 21.339 -0.802 32.641 -0.131 0.059 0.576
O 26.348 12.737 31.389 -0.453 0.076 0.165
O 19.131 8.914 25.078 -0.403 -0.069 0.372
O 25.923 6.752 27.25 -0.046 -0.303 0.68
O 44.792 0.213 28.044 -0.198 -0.415 -0.381
O 19.335 11.246 23.935 0.236 0.286 0.04
O 24.478 10.999 26.727 -0.131 0.264 0.77
O 34.559 6.438 28.692 0.116 -0.148 0.019
O 66.776 5.914 28.044 0.106 0.268 -0.05
O 22.712 4.462 0.468 0.075 0.036 -0.605
O 24.768 -0.895 29.783 0.619 0.012 -0.468
O 33.688 8.614 0.182 0.283 0.262 -0.391
O 3.396 5.45 29.782 0.017 0.114 0.343
O 24.05 1.641 29.359 0.388 0.187 0.124
O 38.897 2.323 25.159 -0.33 -0.191 -0.407
O 28.348 7.639 26.709 0.135 -0.043 -0.372
O 38.166 0.696 29.837 -0.291 -0.601 -0.106
O 26.884 8.479 28.771 -0.074 -0.61 0.23
O 54.591 8.32 26.599 -0.342 -0.152 -0.249
O 44.863 -0.023 30.666 -0.062 -0.47 0.367
O 29.901 7.666 28.814 0.056 -0.317 0.248
O 56.316 12.411 28.84 0.301 0.249 0.223
O 0.926 10.205 0.081 -0.562 -0.082 -0.1
O 39.828 6.691 31.747 0.359 0.298 0.253
O 35.446 9.67 30.971 -0.177 0.193 0.558
O 32.488 -0.532 27.021 -0.147 -0.381 0.362
O 44.562 13.004 29.374 -0.381 0.46 0.361
O 59.808 12.4 29.613 0.205 -0.064 0.042
O 31.26 9.806 28.739 -0.162 0.057 0.065
O 30.737 -1.526 33.081 0.136 0.287 0.156
O 26.712 8.788 31.338 0.156 0.423 0.332
O 32.614 8.368 24.139 -0.454 0.029 -0.155
O 33.454 14.814 24.704 -0.033 -0.459 0.371
O 42.169 3.236 27.866 -0.222 -0.379 -0.04
O 37.615 4.868 27.819 -0.406 -0.522 -0.14
O 41.2 11.12 30.744 -0.02 -0.118 0.336
O 41.818 5.445 32.94 0.282 -0.571 0.091
O 57.962 10.554 29.661 -0.025 -0.647 0.344
O 43.625 4.259 29.816 -0.54 -0.1 0.392
O 39.022 9.022 24.64 -0.084 -0.077 0.153
O 50.725 9.064 0.378 0.268 0.128 -0.058
O 40.329 -0.443 28.884 -0.276 -0.291 -0.602
O 41.109 -0.995 31.367 0.254 0.472 0
O 48.349 7.316 30.404 -0.107 0.251 -0.45
O 11.037 3.696 32.394 0.015 0.222 -0.146
O 49.396 1.845 26.52 0.194 -0.146 0.043
O 16.036 4.908 0.483 -0.153 -0.017 -0.053
O 38.758 1.962 32.045 -0.346 0.082 0.523
O 46.046 8.662 31.069 -0.14 -0.215 -0.179
O 53.005 7.356 30.973 -0.224 0.237 0.296
O 37.307 10.016 29.28 -0.467 -0.062 -0.139
O 51.664 14.378 29.006 -0.705 0.068 0.311
O 41.887 5.733 27.476 0.362 -0.077 0.255
O 44.827 11.181 27.406 -0.072 -0.041 -0.135
O 27.14 11.626 26.818 0.373 -0.327 0.275
O 52.035 1.627 30.516 -0.234 -0.021 0.103
O 45.675 2.278 31.644 -0.534 -0.179 0.004
O 33.056 10.766 31.111 -0.109 0.305 -0.387
O 44.888 6.422 29 0.307 -0.004 0.048
O 36.853 9.483 26.058 -0.304 -0.337 0.093
O 22.523 6.254 32.667 -0.01 0.259 0.256
O 47.023 12.597 28.959 -0.109 0.601 -0.238
O 50.001 13.825 25.094 0.278 0.12 -0.734
O 63.387 3.209 33.089 -0.204 -0.165 0.084
O 58.673 -1.505 29.332 0.287 -0.094 -0.566
O 60.016 1.956 30.042 -0.236 -0.148 0.311
O 50.645 6.137 29.378 -0.238 -0.101 0.354
O 59.493 8.669 24.124 -0.211 0.364 -0.221
O 50.402 11.354 25.872 0.535 -0.017 0.17
O 9.088 4.654 28.197 -0.058 0.509 0.122
O 13.088 4.251 31.005 -0.311 0.008 -0.561
O 59.047 11.348 27.39 -0.107 -0.346 -0.364
O 61.567 2.299 25.922 -0.186 -0.116 -0.061
O 49.479 5.242 31.516 -0.349 -0.036 0.117
O 57.394 -1.541 33.067 -0.218 -0.033 0.58
O 63.831 3.141 25.165 0.343 -0.572 -0.316
O 39.985 4.491 28.854 0.106 -0.048 0.431
O 21.658 10.583 29.457 0.272 0.246 0.039
O 60.573 7.185 29.509 0.027 -0.376 -0.25
O 4.804 -0.12 31.184 -0.369 -0.06 0.058
O 10.175 10.609 0.019 0.262 0.306 -0.393
O 58.879 7.927 31.376 -0.13 0.39 -0.48
O 66.307 1.141 28.798 -0.161 -0.033 0.073
O 60.46 9.905 29.152 0.311 0.197 0.203
O 41.368 1.853 32.744 0.236 0.014 -0.154
O 59.809 13.834 26.659 -0.152 0.168 0.509
O 47.196 0.023 31.685 0.64 0.367 0.054
O 63.232 6.636 24.447 0.326 -0.019 0.048
O 66.107 11.889 30.55 0.11 0.612 0.14
O 2.489 7.913 29.288 0.182 0.167 0.537
O 9.75 6.444 26.328 0.156 0.448 0.258
O 16.94 2.967 30.596 0.151 -0.199 0.552
O 62.416 9.615 26.213 0.422 0.186 0.027
O 63.425 13.766 28.779 -0.133 -0.072 -0.323
O 60.792 -0.073 26.673 0.312 -0.406 0.012
O 22.433 10.807 31.908 0.584 0.181 -0.338
O 19.143 -1.602 31.354 -0.336 0.065 -0.33
O 4.878 8.541 30.705 -0.656 -0.373 -0.176
O 20.964 7.331 25.963 -0.111 -0.187 0.112
O 37.303 0.889 26.552 0.08 -0.23 0.555
O 34.855 0.361 26.633 0.107 -0.649 0.226
O 5.108 3.474 29.341 0.201 0.446 0.039
O 45.863 11.3 30.934 0.35 0.061 -0.021
O 50.696 3.085 32.347 -0.489 -0.254 -0.068
O 6.68 1.326 25.088 -0.092 0.595 -0.35
O 27.029 6.188 31.136 0.035 0.043 0.068
O 3.998 6.569 27.51 -0.292 -0.11 -0.181
O 30.715 8.766 31.094 0.48 -0.422 -0.258
O 44.787 9.969 32.942 0.279 -0.421 -0.101
O 6.203 7.209 28.775 0.084 -0.44 0.229
O 19.505 0.989 32.12 -0.281 0.171 -0.263
O 8.4 -0.24 26.315 -0.101 0.02 0.346
O 65.459 12.444 28.023 -0.157 -0.404 -0.475
O 8.246 10.092 32.746 0.292 0.189 -0.16
O 57.979 3.479 29.132 0.304 0.139 -0.032
O 16.562 10.242 30.125 0.095 -0.036 -0.118
O 64.06 10.644 31.805 -0.275 -0.334 -0.297
O 2.428 8.228 0.868 -0.127 -0.226 -0.012
O 63.451 -1.586 31.15 0.729 -0.253 0.231
O 56.912 4.999 30.918 0.378 0.068 -0.08
O 2.084 3.088 0.341 0.126 -0.216 0.258
O 34.77 14.131 0.695 0.624 0.41 -0.231
O 37.545 11.681 27.277 0.366 0.529 0.04
O 14.28 1.097 27.33 -0.345 -0.149 -0.33
O 51.002 0.456 32.554 0.082 -0.571 -0.27
O 13.379 14.607 26.153 0.299 0.353 -0.319
O 64.146 6.067 28.53 -0.516 -0.224 -0.03
O 12.073 1.837 30.977 0.34 -0.397 0.221
O 6.325 2.021 31.391 -0.272 -0.06 -0.251
O 20.168 -1.186 28.011 -0.399 -0.127 0.205
O 35.77 6.03 26.4 -0.279 0.178 -0.471
O 6.288 5.559 26.533 -0.198 -0.268 0.399
O 21.861 10.571 26.806 -0.329 0.393 0.036
O 50.931 -0.225 24.457 0.079 0.195 0.196
O 9.164 13.495 25.94 -0.517 -0.12 0.325
O 29.335 13.015 27.838 0.096 0.158 0.248
O 18.704 8.173 30.166 -0.11 -0.142 0.198
O 28.763 9.864 29.856 0.142 0.337 -0.075
O 10.095 11.016 25.61 0.303 -0.366 -0.231
O 59.547 2.099 27.52 -0.431 0.213 -0.361
O 22.848 5.448 30.166 0.036 0.173 0.017
O 14.964 -1.659 32.175 0.492 0.092 -0.631
O 31.127 4.745 32.039 0.537 0.241 0.25
O 10.772 4.539 0.032 -0.029 0.067 -0.082
O 28.166 5.029 29.103 -0.462 0.394 -0.101
O 50.837 10.007 30.482 -0.028 -0.675 -0.082
O 52.765 13.682 31.33 0.296 0.354 0.232
O 20.511 12.505 30.918 0.516 0.31 -0.525
O 5.572 14.629 29.158 0.45 0.223 -0.506
O 40.19 4.022 31.665 -0.131 0.243 -0.119
O 57.384 9.629 32.654 0.482 0.001 0.277
O 26.923 1.891 28.601 -0.48 0.24 -0.259
O 35.042 11.504 26.35 -0.049 0.227 0.404
O 42.687 12.509 24.622 -0.093 -0.276 0.372
O 30.597 4.194 29.413 0.042 -0.511 -0.197
O 66.398 10.862 32.996 0.536 -0.124 0.025
O 28.517 1.669 30.631 0.199 0.101 0.488
O 32.353 12.803 32.735 0.158 0.419 -0.269
O 66.763 1.899 32.335 0.216 -0.205 -0.729
O 39.748 13.122 31.786 -0.282 -0.107 0.025
O 42.528 6.015 0.317 -0.406 -0.224 0.12
O 5.692 9.265 0.014 0.134 0.084 -0.316
O 51.843 5.297 23.75 -0.208 0.024 -0.057
O 36.248 1.851 31.459 -0.371 -0.387 -0.556
O 18.292 14.015 26.665 -0.207 -0.585 0.31
O 38.108 7.179 26.448 0.346 0.133 0.537
O 10.9 -0.869 25.882 -0.039 0.513 -0.129
O 42.85 0.63 0.28 -0.148 -0.108 -0.173
O 33.65 11.713 0.902 0.334 -0.578 -0.242
O 16.679 2.795 26.26 -0.525 0.234 0.197
O 16.402 14.625 0.041 -0.613 0.061 0.181
O 52.953 5.016 28.195 -0.009 -0.28 -0.289
O 61.409 7.336 31.968 0.004 0.363 0.318
O 23.64 2.249 26.769 0.088 -0.299 -0.314
O 39.676 -0.096 25.94 -0.093 -0.295 0.427
O 33.722 4.53 27.009 -0.524 0.053 0.403
O 41.669 9.066 29.172 0.261 -0.428 0.108
O 38.949 12.004 29.519 -0.205 0.154 -0.14
O 40.56 13.714 0.794 -0.347 0.178 -0.421
O 40.801 8.023 26.906 -0.302 0.349 -0.244
O 32.942 11.983 24.578 0.135 0.516 0.153
O 26.942 13.275 28.808 0.148 0.559 0.059
O 12.664 8.329 24.712 -0.303 0.324 0.436
O 65.4 3.757 28.731 -0.433 -0.061 0.535
O 43.699 6.429 31.34 0.258 0.523 -0.23
O 48.393 9.716 31.33 0.069 0.237 0.392
O 4.388 10.697 32.234 -0.687 0.154 -0.092
O 22.046 0.664 28.001 -0.278 0.098 -0.727
O 55.689 10.707 30.873 -0.358 -0.015 0.083
O 60.561 6.522 24.959 -0.138 -0.199 0.038
O 28.731 9.473 0.157 0.09 -0.27 -0.237
O 19.883 10.112 31.437 -0.285 0.018 -0.064
O 41.066 13.45 29.542 0.152 -0.302 -0.323
O 59.672 1.271 0.188 0.073 -0.372 -0.077
O 60.909 14.624 0.089 0.306 0.297 -0.291
O 54.561 5.461 31.908 -0.245 -0.327 -0.309
O 26.545 3.572 30.547 -0.778 0.18 0.082
O 19.804 9.402 28.052 -0.401 0.49 -0.066
O 17.744 5.314 29.716 -0.218 0.512 0.122
O 19.647 -0.384 25.538 0.381 -0.055 -0.646
O 43.539 13.395 26.939 0.015 0.348 0.003
O 56.009 3.94 24.536 0.094 0.071 0.311
O 61.982 1.555 28.441 0.547 0.019 -0.155
O 23.286 14.155 31.527 -0.063 -0.34 0.048
O 37.73 10.618 31.852 0.465 0.299 -0.209
O 57.733 0.9 28.994 -0.416 -0.002 -0.207
O 59.65 3.076 32.411 0.01 -0.126 -0.661
O 63.379 7.817 30.285 0.149 0.342 0.118
O 43.212 1.629 29.585 -0.171 -0.09 0.238
O 29.113 0.481 28.399 0.378 -0.456 -0.105
O 59.378 13.874 31.684 0.439 0.366 0.168
O 10.412 12.35 31.057 -0.335 -0.017 0.066
O 64.626 0.408 32.02 0.088 0.005 -0.389
O 42.184 8.006 33.045 0.15 0.382 -0.586
O 66.152 2.572 26.589 0.099 -0.604 -0.403
O 10.749 14.112 33.007 0.431 0.145 0.109
O 5.443 0.867 28.873 0.224 -0.056 -0.205
O 53.04 2.109 32.966 0.371 0.139 -0.436
O 24.635 7.085 31.421 -0.159 0.481 -0.185
O 62.383 12.391 30.88 -0.073 -0.11 -0.168
O 53.154 9.452 29.537 0.164 0.138 -0.157
O 11.06 4.179 26.521 -0.157 -0.413 0.205
O 41.872 14.819 25.509 -0.244 0.214 0.475
O 52.394 9.497 25.726 0.138 0.105 0.084
O 40.258 4.189 26.26 0.296 -0.115 -0.093
O 23.513 0.442 31.669 -0.147 0.593 0.29
O 64.267 6.298 0.067 -0.327 0.078 -0.113
O 61.192 14.532 29.874 -0.046 0.323 -0.44
O 32.923 2.074 26.34 -0.546 0.051 -0.301
O 4.108 13.207 32.947 -0.269 0.265 -0.371
O 57.716 5.998 28.488 0.123 -0.118 0.335
O 6.815 -0.117 32.883 0.35 -0.109 -0.458
O 5.576 0.101 1.017 -0.222 -0.014 -0.019
O 8.443 2.753 1.134 0.068 -0.202 -0.247
O 55.091 13.313 26.654 0.332 -0.115 -0.092
O 52.833 11.092 31.798 0.019 -0.354 0.065
O 62.426 3.225 30.515 0.417 0.237 -0.346
O 6.563 12.134 32.815 0.194 0.388 0.162
O 48.213 5.018 29.223 -0.335 -0.248 0.221
O 36.102 4.208 32.712 0.292 0.111 0.156
O 7.258 12.421 29.101 0.251 0.411 0.31
O 13.619 6.745 31.751 -0.071 0.238 -0.031
O 54.197 13.858 29.123 -0.048 0.506 0.227
O 22.179 8.325 28.11 0.391 -0.113 0.382
O 15.163 12.277 31.083 -0.31 -0.052 -0.573
O 9.912 2.61 29.557 -0.235 0.163 0.382
O 13.68 3.622 26.561 0.222 0.317 -0.022
O 5.826 8.122 26.403 0.185 0.475 0.146
O 9.623 -1.51 28.182 -0.621 -0.357 0.162
O 16.555 10.706 32.666 0.212 0.325 0.289
O 12.544 2.614 0.285 0.628 0.173 -0.668
O 55.513 0.176 32.995 -0.262 -0.045 -0.24
O 63.699 7.913 32.907 0.032 0.308 -0.033
O 31.678 4.097 0.089 -0.142 0.146 0.263
O 25.786 11.176 24.531 -0.337 -0.486 -0.012
O 25.996 1.056 30.981 0.317 -0.273 0.54
O 12.307 3.429 24.373 0.393 -0.374 0.104
O 20.446 7.679 32.045 0.453 0.049 -0.259
O 24.482 12.806 29.57 -0.213 -0.22 -0.253
O 18.326 12.986 0.874 0.017 -0.428 0.184
O 2.869 -0.68 24.288 0.147 0.507 -0.214
O 47.853 1.888 24.417 0.227 0.599 0.165
O 28.51 -0.091 33.093 -0.038 0.211 -0.292
O 45.253 9.598 25.351 -0.546 -0.464 0.049
O 24.398 4.552 32.099 0.228 -0.332 -0.254
O 57.938 0.961 32.173 0.049 0.104 -0.547
O 44.868 2.814 27.956 -0.037 0.325 -0.117
O 36.612 0.872 0.148 -0.224 -0.09 -0.245
O 23.558 7.185 26.161 0.002 0.305 -0.477
O 26.562 11.078 0.163 -0.243 -0.434 0.034
O 12.764 10.21 27.243 -0.186 0.073 -0.264
O 5.258 2.502 26.908 -0.441 0.674 0.051
O 7.449 2.53 28.408 0.13 -0.468 0.007
O 27.369 4.785 0.478 -0.389 -0.088 -0.174
O 32.928 16.031 1.166 -0.235 -0.157 -0.603
O 50.013 8.835 26.707 -0.179 0.211 0.49
O 45.23 4.171 24.848 -0.246 -0.214 0.394
O 45.88 4.87 31.029 0.291 0.075 -0.209
O 6.754 6.951 0.628 0.341 -0.062 -0.13
O 49.725 4.294 27.268 0.513 0.098 0.171
O 31.408 12.864 0.353 0.193 0.398 -0.192
O 46.401 13.828 31.241 0.162 0.101 0.024
O 28.439 13.694 32.494 0.04 -0.196 -0.223
O 48.495 12.713 26.875 -0.179 0.596 0.16
O 12.794 5.79 25.315 -0.497 -0.012 -0.045
O 31.406 1.461 0.199 0.193 -0.449 -0.653
O 15.502 5.176 30.978 -0.083 0.319 0.3
O 57.257 12.273 32.132 0.245 -0.02 -0.278
O 27.607 14.129 26.236 0.005 0.456 0.049
O 8.212 10.638 27.362 -0.065 0.46 -0.18
O 38.802 15.72 0.464 -0.017 0.063 -0.157
O 12.355 8.132 28.781 -0.411 -0.562 0.27
O 52.743 0.299 28.265 0.463 0.074 -0.181
O 40.702 2.295 0.699 0.018 -0.181 -0.282
O 46.2 3.076 0.75 -0.118 0.02 -0.031
O 16.337 -0.499 26.631 0.307 0.187 -0.065
O 54.51 3.464 26.573 -0.501 0.224 -0.17
O 11.204 0.449 28.883 0.294 0.124 -0.602
O 28.893 12.104 0.052 -0.08 0.071 0.536
O 33.86 10.291 28.808 0.399 0.249 -0.44
O 17.101 3.809 23.979 -0.242 0.044 0.382
O 47.23 10.519 27.086 0.096 -0.466 -0.026
O 52.395 11.912 29.388 -0.223 -0.145 -0.495
O 33.472 8.186 30.362 -0.637 0.122 0.202
O 2.912 11.453 26.466 -0.079 -0.058 0.416
O 41.296 8.241 0.87 0.205 0.495 0.265
O 58.105 7 25.955 -0.544 -0.264 -0.187
O 51.292 6.601 26.894 0.136 -0.134 -0.216
O 67 10.344 28.661 0.424 -0.174 -0.206
O 26.293 9.202 26.283 -0.132 -0.276 -0.19
O 62.158 4.916 26.125 0.232 -0.071 0.522
O 63.34 5.521 31.672 0.42 -0.21 0.128
O 10.742 -1.435 30.599 -0.107 0.485 0.365
O 65.255 8.446 28.558 0.1 0.338 -0.435
O 17.61 4.977 32.328 -0.27 0.186 0.113
O 58.852 8.341 27.947 -0.064 0.337 0.122
O 48.888 11.059 0.817 0.054 0.042 -0.591
O 59.762 5.434 31.338 -0.664 -0.433 -0.298
O 29.323 3.076 0.404 -0.179 -0.397 -0.108
O 52.025 5.307 32.267 0.115 -0.309 -0.045
O 65.937 -1.416 28.882 0.067 -0.001 0.373
O 38.029 5.745 30.2 -0.255 -0.113 0.13
O 33.412 7.098 26.385 0.033 0.38 0.238
O 57.393 2.571 0.501 -0.028 0.059 0.054
O 33.291 0.791 31.233 0.098 -0.547 -0.154
O 12.782 13.365 31.437 0 -0.079 -0.404
O 39.51 7.683 29.251 0.036 -0.239 -0.282
O 40.519 1.86 30.185 0.275 -0.024 -0.158
O 3.848 11.766 24.11 0.221 0.099 0.058
O 54.863 7.566 29.05 0.082 -0.118 0.223
O 17.798 12.423 30.958 -0.115 0.062 -0.181
O 49.427 12.055 31.39 -0.291 0.427 -0.172
O 8.483 4.274 25.673 -0.116 -0.448 -0.019
O 46.801 1.357 26.754 0.01 -0.136 -0.202
O 36.954 11.73 24.684 -0.021 -0.015 0.133
O 29.103 3.051 27.588 0.339 0.086 -0.335
O 8.713 8.718 25.516 -0.6 0.096 -0.166
O 20.903 -0.01 30.199 0.16 0.272 -0.156
O 5.007 12.412 27.885 0.247 -0.339 -0.189
O 28.701 4.25 31.605 -0.188 -0.511 -0.101
O 37.822 3.223 29.846 -0.055 0.017 -0.313
O 25.817 3.081 25.513 0.402 0.56 0.052
O 56.55 -0.689 30.716 -0.401 0.095 -0.06
O 15.96 13.223 25.942 -0.373 -0.134 0.594
O 13.045 5.026 1.405 0.228 0.131 -0.246
O 19.077 6.826 28.011 0.164 -0.102 -0.735
O 53.816 2.63 28.935 0.267 -0.162 0.57
O 13.756 6.004 29.186 -0.018 -0.455 -0.274
O 16.242 0.74 29.037 0.121 -0.401 0.396
O 8.342 3.029 32.632 -0.244 -0.257 0.252
O 32.814 10.165 26.485 -0.454 -0.192 -0.139
O 42.823 -1.005 29.325 0.324 -0.433 -0.434
O 2.623 12.804 28.672 -0.058 0.252 0.56
O 26.3 10.832 29.67 -0.394 -0.091 -0.279
O 56.547 7.129 32.388 -0.53 0.418 0.112
O 3.275 3.367 31.281 0.116 0.051 -0.044
O 58.26 -0.463 25.925 -0.322 -0.435 0.604
O 34.808 6.089 31.328 0.277 0.154 -0.172
O 66.16 9.286 30.901 -0.228 -0.618 0.297
O 45.393 6.3 26.413 0.072 -0.009 -0.389
O 7.794 4.078 30.398 -0.148 0.661 -0.201
O 56.347 -1.305 28.209 0.01 0.402 -0.336
O 22.006 5.724 27.708 0.216 -0.448 -0.129
O 43.669 9.927 30.563 -0.156 -0.284 -0.229
O 39.517 10 27.904 0.308 0.312 -0.59
O 33.392 1.263 28.737 0.444 -0.068 0.119
O 23.296 9.845 24.642 0.462 -0.037 0.043
O 12.438 2.656 28.548 -0.205 0.493 -0.203
O 29.906 4.633 23.68 -0.272 0.176 0.194
O 6.502 9.883 29.144 -0.516 0.161 -0.346
O 22.469 14.502 29.012 -0.116 -0.529 -0.18
O 48.609 6.621 27.228 -0.372 0.331 0.116
O 9.34 12.908 0.87 -0.329 0.253 0.115
O 15.344 10.505 27.842 0.168 0.282 -0.188
O 10.555 0.958 0.796 -0.185 -0.212 -0.313
O 13.816 12.554 27.773 0.167 -0.041 0.542
O 6.086 4.421 32.455 -0.44 0.099 -0.223
O 12.132 14.322 28.478 0.027 -0.291 0.236
O 37.683 8.156 31.095 0.044 -0.184 0.019
O 26.511 13.565 23.86 -0.48 0.564 -0.317
O 29.932 5.577 27.245 0.068 -0.255 -0.276

Results
total energy: -392132.864 eV
total energy less fixed offsets of O -438.35, Si -107.03 eV per atom: 14.386 eV
